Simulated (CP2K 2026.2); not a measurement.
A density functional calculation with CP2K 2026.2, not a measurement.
Periodic cell of 1152 atoms, Si864O288, from a study of silicon, its oxide and their interface. The atomic structure is a simulated model.
Doubt: the forces sum to 2.22 eV/angstrom along one axis rather than to zero, so they err by at least 0.0019 eV/angstrom per atom on average; the grid cutoff is modest.

Settings: functional PBE; method Gaussian and plane waves; basis set DZVP-MOLOPT-SR-GTH; pseudopotentials GTH-PBE; grid cutoff 350 Ry, relative cutoff 50 Ry; k points Gamma only; occupations fixed; spin none; net charge 0.

Cell vectors (angstrom)
a, 32.64, 0, 0
b, 0, 16.32, 0
c, -2.5317, -2.5643, 38.6428

Atoms and the computed forces on them: element, x, y, z (angstrom), force x, y, z (eV/angstrom)
Si, 1.5043, 14.5038, 0.2515, 0.0965, 0.2096, 0.6678
Si, 4.2685, 1.1396, 0.1077, -0.1964, 0.0994, 0.8009
Si, 1.0787, 4.3274, 0.1413, 0.1851, -0.0635, 0.8069
Si, 3.6691, 7.2327, 0.0181, 0.1169, -0.1676, 0.7213
Si, 1.4679, 9.3874, 0.4341, 0.0639, -0.0424, 0.5398
Si, 3.7159, 12.4077, 0.228, 0.2067, 0.0561, 0.7154
Si, 6.4594, 15.2636, 0.1683, 0.0683, -0.0705, 0.765
Si, 9.1216, 1.747, 0.0266, 0.1406, -0.0467, 0.7861
Si, 6.9043, 3.9508, 0.1328, -0.1621, 0.0842, 0.712
Si, 6.6508, 4.4669, 38.6277, 0.1777, -0.0509, 0.7455
Si, 7.0461, 9.3373, 0.038, -0.1776, 0.0571, 0.7692
Si, 9.7579, 11.8716, 0.0365, -0.0946, 0.2552, 0.8174
Si, 12.363, 14.7938, 0.0707, -0.153, 0.1801, 0.8017
Si, 12.1722, -0.7682, 38.5965, -0.0195, -0.1346, 0.734
Si, 9.9765, 1.5003, 38.5563, -0.2355, -0.0007, 0.7132
Si, 15.1639, 6.6331, 0.0543, -0.0982, 0.3094, 0.7513
Si, 12.0727, 9.7453, 0.0213, 0.1556, -0.1858, 0.7541
Si, 14.6154, 12.5843, 0.0605, 0.2952, -0.1634, 0.8136
Si, 15.6051, 12.2123, 38.4956, -0.3584, 0.1533, 0.6754
Si, 20.6754, 1.235, 0.2612, -0.2958, 0.2026, 0.6067
Si, 17.4178, 4.4295, 0.1475, 0.1089, -0.1926, 0.7771
Si, 20.6956, 6.4079, 0.0593, -0.1752, 0.3341, 0.7908
Si, 15.4639, 7.0736, 38.5717, -0.1732, -0.2725, 0.7382
Si, 20.2393, 12.391, 0.0181, 0.283, -0.1139, 0.6767
Si, 22.856, 15.1714, 0.2016, 0.3333, -0.2175, 0.5895
Si, 25.9591, 1.0958, 0.0594, -0.1315, 0.2478, 0.716
Si, 22.9925, 4.2989, 0.3072, 0.0498, -0.2032, 0.728
Si, 25.6462, 6.8591, 0.3272, 0.2481, -0.0431, 0.7423
Si, 20.9311, 6.526, 38.6261, -0.3346, 0.3195, 0.7692
Si, 26.038, 12.0182, 0.0378, -0.2088, 0.1826, 0.6926
Si, 28.2828, 15.2665, 0.0112, 0.1369, -0.2185, 0.7109
Si, 31.048, 1.5283, 0.0013, 0.1413, -0.0849, 0.8151
Si, 26.2549, 1.1426, 38.6146, -0.0932, 0.2259, 0.7479
Si, 31.6017, 6.5681, 0.2182, -0.1642, -0.0098, 0.7819
Si, 25.8116, 7.2374, 38.5582, 0.2612, -0.3085, 0.7342
Si, 29.4231, 9.0275, 38.5704, -0.3023, 0.1547, 0.6902
Si, 2.662, -0.0607, 1.3444, 0.0075, -0.0348, -0.0473
Si, 5.4014, 2.7103, 1.44, 0.0077, 0.0118, -0.0492
Si, 2.6835, 5.5218, 1.3697, 0.0094, 0.0088, -0.0592
Si, 5.383, 8.2276, 1.3158, 0.0349, 0.0034, -0.0421
Si, 2.7207, 10.8811, 1.6777, 0.0278, 0.0036, -0.0456
Si, 5.3613, 13.6122, 1.4205, -0.033, -0.0281, -0.0474
Si, 8.087, 0.1048, 1.3869, 0.0039, 0.0066, -0.0639
Si, 10.8524, 2.8646, 1.1971, 0.0433, -0.0093, -0.0547
Si, 8.0969, 5.5055, 1.404, -0.0103, 0.0163, -0.0346
Si, 10.8516, 8.1547, 1.2689, -0.049, 0.0068, -0.045
Si, 8.1955, 10.8291, 1.4248, -0.0223, 0.0046, -0.0529
Si, 10.8034, 13.5859, 1.3236, 0.0229, -0.0553, -0.0723
Si, 13.5609, 0.1376, 1.2264, 0.0236, -0.0059, -0.0675
Si, 16.2706, 2.8015, 1.3832, -0.008, -0.0079, -0.0849
Si, 13.6257, 5.4921, 1.3961, 0.0147, -0.0143, -0.0215
Si, 16.4474, 8.254, 1.1865, 0.026, 0.0469, -0.0562
Si, 13.585, 10.9356, 1.373, -0.0178, -0.0199, -0.017
Si, 16.3737, 13.7134, 1.1403, 0.06, -0.029, 0.0038
Si, 19.0401, 0.0115, 1.3708, -0.0291, -0.0039, -0.0345
Si, 21.7966, 2.7649, 1.5732, 0.0046, 0.0338, -0.0211
Si, 19.0608, 5.4578, 1.4377, 0.0188, -0.0126, -0.0352
Si, 21.7838, 8.1007, 1.3143, -0.0137, -0.0206, -0.0771
Si, 19.1621, 10.8996, 1.4514, -0.0208, 0.0343, -0.0548
Si, 21.7544, 13.5359, 1.4019, -0.0444, -0.0189, -0.0336
Si, 24.5086, -0.0699, 1.4481, -0.0146, 0.0061, -0.029
Si, 27.1828, 2.6603, 1.3402, 0.0039, -0.022, -0.024
Si, 24.4722, 5.4226, 1.6749, -0.0193, -0.0182, -0.0314
Si, 27.294, 8.159, 1.3127, 0.0473, 0.0188, -0.038
Si, 24.4649, 10.8151, 1.2842, -0.0053, -0.0234, -0.0833
Si, 27.2262, 13.5957, 1.312, 0.0204, 0.0294, -0.048
Si, 29.9237, -0.0413, 1.3465, -0.0003, 0.0181, -0.0409
Si, -0.0637, 2.7022, 1.3764, -0.0179, -0.0019, -0.0651
Si, 29.9222, 5.3411, 1.3194, -0.0109, -0.0003, -0.0826
Si, 0.0384, 8.0452, 1.6443, -0.0097, 0.0028, -0.0376
Si, 30.0605, 10.7954, 1.1978, 0.013, 0.0071, -0.0504
Si, 0.0457, 13.2722, 1.5052, -0.0359, 0.0015, -0.0355
Si, 1.3261, 1.3278, 2.6921, 0.0084, 0.0192, -0.0076
Si, 4.033, 4.1154, 2.7118, -0.0135, 0.0072, 0.0119
Si, 1.4151, 6.727, 2.9309, 0.0199, -0.0402, 0.046
Si, 4.1748, 9.5299, 2.8524, 0.0316, -0.0236, 0.045
Si, 1.3326, 12.1303, 3.0295, 0.0036, 0.0153, 0.0613
Si, 4.0156, 14.958, 2.8041, -0.012, -0.0046, 0.019
Si, 6.7727, 1.403, 2.8248, -0.017, -0.0168, 0.0435
Si, 9.5473, 4.1685, 2.6856, -0.0128, -0.0169, 0.0127
Si, 6.6947, 6.8263, 2.7245, -0.02, 0.0203, 0.0127
Si, 9.5444, 9.4732, 2.7603, 0.0213, -0.0034, 0.0327
Si, 6.8023, 12.2501, 2.7076, -0.0131, -0.0074, -0.014
Si, 9.4687, 14.9919, 2.6617, 0.0091, 0.0229, 0.0078
Si, 12.1715, 1.4483, 2.609, -0.0025, 0.0176, 0.0177
Si, 14.9521, 4.1395, 2.781, 0.0175, 0.0053, 0.0518
Si, 12.2153, 6.8417, 2.6739, -0.0125, 0.0143, -0.0008
Si, 15.0269, 9.5511, 2.6118, 0.0086, -0.0111, -0.0107
Si, 12.1911, 12.2678, 2.7307, -0.0141, -0.0106, 0.0413
Si, 14.9931, 15.068, 2.563, -0.0296, -0.0332, 0.0129
Si, 17.6382, 1.3767, 2.682, -0.0023, 0.0191, -0.0053
Si, 20.3585, 4.0885, 2.8407, 0.0066, 0.012, 0.0417
Si, 17.713, 6.9066, 2.6971, -0.0389, -0.002, 0.0193
Si, 20.4996, 9.4985, 2.731, 0.0165, -0.0649, 0.0207
Si, 17.6528, 12.2969, 2.6226, -0.0016, 0.0502, 0.0197
Si, 20.3958, 14.9476, 2.7464, -0.0016, 0.0027, 0.0395
Si, 23.1793, 1.3377, 2.8139, -0.0006, -0.0367, 0.0365
Si, 25.8971, 3.9972, 2.8088, 0.0341, -0.0209, 0.0075
Si, 23.0671, 6.8287, 2.8643, -0.0275, 0.0492, 0.0364
Si, 25.8802, 9.5024, 2.6837, -0.0203, -0.0143, 0.0323
Si, 23.1418, 12.1696, 2.6974, 0.0286, 0.0075, -0.0014
Si, 25.8677, 14.8762, 2.7611, 0.0159, -0.0023, 0.0224
Si, 28.5476, 1.3046, 2.7425, 0.0073, -0.0006, 0.0143
Si, 31.2444, 4.0346, 2.778, 0.0106, 0.0049, 0.0346
Si, 28.5925, 6.7503, 2.6795, 0.0204, 0.0001, -0.0036
Si, 31.2287, 9.4628, 2.7828, -0.0048, 0.0286, 0.0195
Si, 28.6816, 12.2213, 2.5986, -0.0097, -0.0207, 0.0113
Si, 31.288, 14.8364, 2.6512, -0.0006, 0.0119, 0.0035
Si, -0.0174, -0.0669, 4.0367, -0.0002, -0.0287, -0.021
Si, 2.6825, 2.7117, 4.0604, -0.0038, 0.0052, -0.0215
Si, -0.016, 5.3631, 4.1752, -0.0308, 0.007, -0.0174
Si, 2.7791, 8.1542, 4.1896, -0.0127, -0.0015, -0.0277
Si, -0.0722, 10.7642, 4.2381, -0.0155, -0.006, 0.0099
Si, 2.7078, 13.6008, 4.2162, 0.0283, 0.0121, -0.0163
Si, 5.4099, 0.0023, 4.1382, -0.009, -0.0005, -0.0262
Si, 8.1944, 2.784, 4.0779, -0.0022, -0.0169, -0.0118
Si, 5.4003, 5.4388, 4.1075, 0.0123, 0.0211, -0.0227
Si, 8.125, 8.1465, 4.0869, 0.006, 0.0129, -0.0263
Si, 5.5087, 10.9111, 4.1602, -0.0196, 0.0119, 0.0004
Si, 8.1462, 13.629, 4.0606, 0.0077, -0.005, -0.0016
Si, 10.8634, 0.0407, 3.9989, 0.0179, 0.0119, -0.0178
Si, 13.5517, 2.7456, 4.0505, 0.0076, -0.0111, -0.029
Si, 10.8902, 5.4902, 4.0769, -0.0113, -0.0228, -0.004
Si, 13.627, 8.2029, 3.9924, 0.0275, 0.007, -0.0142
Si, 10.879, 10.8808, 4.0994, -0.0075, 0.0044, -0.0124
Si, 13.624, 13.6732, 3.9733, 0.0167, -0.0061, -0.0433
Si, 16.2929, 0.0267, 4.0457, -0.0098, -0.0067, 0.0103
Si, 18.9934, 2.6949, 4.1082, 0.0105, -0.0124, 0.009
Si, 16.3477, 5.5161, 4.0696, 0.0119, -0.0149, -0.0226
Si, 19.0731, 8.2035, 4.0913, -0.0058, -0.0018, -0.0156
Si, 16.3244, 10.9257, 4.0134, 0.0108, 0.021, -0.0066
Si, 19.0053, 13.6009, 4.0617, -0.0003, -0.0059, -0.0108
Si, 21.7696, -0.0241, 4.1101, 0.0023, -0.0262, -0.0086
Si, 24.5244, 2.6769, 4.1739, -0.0187, -0.0095, -0.018
Si, 21.7191, 5.4494, 4.1862, 0.0004, 0.015, -0.0169
Si, 24.5114, 8.1871, 4.1156, -0.0032, 0.0042, -0.0304
Si, 21.8101, 10.8583, 4.108, -0.019, -0.0052, 0.0013
Si, 24.486, 13.53, 4.0852, 0.002, 0.0223, -0.014
Si, 27.2025, -0.0536, 4.1125, 0.0139, 0.0152, -0.0133
Si, 29.8946, 2.6707, 4.1219, -0.0304, 0.0129, -0.023
Si, 27.2387, 5.4194, 4.0943, 0.0018, 0.0228, -0.0017
Si, 29.8953, 8.0902, 4.1168, 0.0056, -0.0106, 0.0032
Si, 27.2589, 10.881, 4.0041, 0.0429, -0.0098, -0.0353
Si, 29.9324, 13.5585, 4.0754, -0.0115, -0.0143, 0.01
Si, 1.3422, -1.3252, 21.7174, 0.0325, 0.0043, -0.0089
Si, 4.0919, 1.3976, 21.7674, 0.0091, 0.0089, 0.0306
Si, 1.347, 4.0948, 21.7304, 0.0126, -0.0016, 0.006
Si, 4.0609, 6.8232, 21.7278, -0.0078, -0.0039, 0.0079
Si, 1.3515, 9.5268, 21.6966, 0.0114, 0.0152, 0.0099
Si, 4.0628, 12.2706, 21.7352, -0.0071, 0.01, 0.0117
Si, 6.8739, -1.3117, 21.7767, 0.0217, -0.0022, 0.0233
Si, 9.5368, 1.3456, 21.7476, -0.0076, 0.0068, 0.0028
Si, 6.7963, 4.1128, 21.7082, 0.0124, -0.0004, -0.0062
Si, 9.5395, 6.8117, 21.7715, 0.0032, 0.0047, 0.0094
Si, 6.8089, 9.5407, 21.7424, 0.0005, 0.0167, 0.0084
Si, 9.5336, 12.2686, 21.7877, 0.0277, -0.0136, 0.0164
Si, 12.2678, -1.3375, 21.7826, -0.0209, 0.0078, 0.0209
Si, 14.9692, 1.3817, 21.7599, -0.0087, 0.0033, -0.0073
Si, 12.2555, 4.0807, 21.7814, -0.0003, -0.0133, 0.006
Si, 15.0461, 6.7767, 21.7254, 0.0424, 0.0065, -0.0045
Si, 12.2445, 9.5532, 21.7526, 0.0043, -0.0113, 0.0178
Si, 14.9766, 12.2047, 21.7514, -0.0185, 0.0035, 0.0004
Si, 17.7117, -1.3713, 21.7435, 0.0039, -0.0038, 0.0051
Si, 20.4363, 1.3854, 21.7808, -0.0033, 0.0176, 0.0022
Si, 17.7214, 4.1036, 21.8035, 0.0067, 0.0187, 0.0215
Si, 20.4049, 6.7686, 21.8036, -0.01, 0.0081, -0.0002
Si, 17.6841, 9.4688, 21.8178, -0.0024, -0.0035, 0.0089
Si, 20.4089, 12.1956, 21.7492, 0.0012, 0.0087, 0.0058
Si, 23.1188, -1.356, 21.7654, 0.0071, 0.0048, 0.0124
Si, 25.7982, 1.3186, 21.7901, 0.0089, -0.0248, 0.0142
Si, 23.0825, 4.0246, 21.7977, -0.0129, 0.0032, 0.0157
Si, 25.8252, 6.7205, 21.7209, 0.0043, -0.0228, -0.0059
Si, 23.0884, 9.4595, 21.7255, -0.0031, -0.0307, 0.0054
Si, 25.8329, 12.2127, 21.7086, 0.0108, -0.0233, 0.0141
Si, 28.5097, -1.3543, 21.6611, -0.0116, 0.0148, -0.0182
Si, -1.3721, 1.3748, 21.7731, 0.008, 0.01, 0.0231
Si, 28.5416, 4.0468, 21.7875, -0.0079, -0.0068, 0.0192
Si, 31.2108, 6.777, 21.7224, -0.0111, -0.0106, 0.02
Si, 28.5654, 9.5041, 21.7107, -0.0107, 0.0047, 0.005
Si, -1.3863, 12.2562, 21.6812, -0.0179, 0.0036, 0.0301
Si, 2.6605, 0.0644, 23.0889, -0.027, 0.0164, 0.0053
Si, 5.4909, 2.7645, 23.105, -0.0117, -0.0215, 0.0297
Si, 2.6837, 5.474, 23.0805, 0.0164, 0.005, 0.0322
Si, 5.4319, 8.1804, 23.0764, -0.0132, 0.0104, 0.0122
Si, 2.7036, 10.8764, 23.0751, 0.0015, -0.0122, 0.0424
Si, 5.4555, 13.6534, 23.0462, -0.0023, -0.023, -0.0165
Si, 8.2396, 0.0289, 23.2077, 0.0112, 0.0066, 0.0114
Si, 10.8743, 2.6918, 23.108, 0.0273, -0.0031, 0.0355
Si, 8.1218, 5.465, 23.0896, -0.001, -0.0094, -0.0076
Si, 10.9166, 8.1798, 23.1175, -0.013, 0.0104, 0.0264
Si, 8.1666, 10.885, 23.1216, -0.0176, -0.0182, 0.032
Si, 10.8979, 13.6419, 23.1534, -0.0144, 0.0075, -0.0054
Si, 13.6298, 0.0322, 23.1437, 0.0137, 0.0217, 0.0275
Si, 16.3146, 2.7613, 23.11, -0.0036, -0.022, -0.0004
Si, 13.6553, 5.4814, 23.0672, -0.0148, -0.0168, -0.0093
Si, 16.4145, 8.0099, 23.196, 0.0358, -0.0267, 0.0578
Si, 13.5998, 10.887, 23.1393, 0.011, 0.0201, 0.0412
Si, 16.3777, 13.5405, 23.0703, 0.0244, 0.0114, -0.0144
Si, 19.0881, -0.0025, 23.0802, -0.0075, -0.0279, 0.0137
Si, 21.7268, 2.7283, 23.2548, -0.0094, 0.0361, 0.0277
Si, 19.0949, 5.4243, 23.2344, -0.0224, 0.0001, 0.0119
Si, 21.7598, 8.1218, 23.1574, 0.0089, -0.0227, 0.0175
Si, 19.0736, 10.8371, 23.1393, -0.011, -0.0256, 0.0102
Si, 21.7443, 13.5945, 23.0796, -0.0074, 0.0076, 0.0256
Si, 24.4542, -0.0341, 23.2034, 0.0136, -0.0044, 0.0263
Si, 27.1754, 2.6635, 23.1362, 0.0163, 0.0181, 0.0314
Si, 24.4886, 5.3534, 23.1094, 0.0311, 0.0303, 0.0085
Si, 27.2415, 8.0587, 23.0125, 0.0219, -0.0206, -0.0193
Si, 24.4928, 10.7938, 23.0201, 0.0083, 0.0289, 0.0124
Si, 27.1502, 13.6449, 23.0328, 0.0117, -0.0007, 0.0011
Si, 29.8544, -0.0346, 23.0361, -0.019, 0.0014, -0.0081
Si, -0.0048, 2.7714, 23.1291, -0.036, -0.0175, 0.0087
Si, 29.8994, 5.4105, 23.1608, 0.0031, -0.0048, 0.0033
Si, -0.091, 8.2048, 22.9972, -0.0147, -0.0005, -0.003
Si, 29.8804, 10.9347, 23.0542, 0.0019, -0.0112, 0.0272
Si, -0.0243, 13.6121, 23.03, -0.0142, 0.0248, 0.0123
Si, 1.3291, 1.4312, 24.5111, 0.0272, -0.0081, 0.013
Si, 4.1076, 4.1424, 24.4175, -0.0059, 0.0153, -0.0377
Si, 1.1979, 6.8266, 24.3416, -0.0115, -0.0308, 0.0056
Si, 4.083, 9.5268, 24.4426, -0.0068, 0.0323, -0.0507
Si, 1.295, 12.2355, 24.3846, -0.0097, -0.0059, -0.0175
Si, 4.0946, -1.273, 24.3513, 0.0622, -0.0285, -0.0448
Si, 6.8737, 1.4478, 24.5226, 0.0046, 0.0152, -0.0454
Si, 9.455, 4.0534, 24.3982, -0.0354, -0.0271, -0.0342
Si, 6.7687, 6.8329, 24.4612, 0.0099, 0.002, 0.0184
Si, 9.532, 9.5076, 24.4855, -0.0138, 0.0099, -0.0584
Si, 6.7691, 12.2813, 24.4201, -0.0264, -0.0036, -0.0199
Si, 9.6334, -1.3198, 24.6225, 0.0157, 0.0378, 0.0106
Si, 12.2564, 1.3976, 24.5291, -0.0105, -0.0279, -0.0456
Si, 14.9955, 4.1814, 24.4692, 0.0217, 0.0081, 0.0028
Si, 12.3341, 6.8307, 24.4451, 0.0372, 0.0343, -0.0478
Si, 14.9259, 9.365, 24.3703, -0.0415, -0.0203, -0.0949
Si, 12.264, 12.3166, 24.5211, 0.0242, -0.0221, -0.0061
Si, 15.0476, -1.3957, 24.3896, -0.0239, 0.0269, -0.0189
Si, 17.7307, 1.3963, 24.377, 0.0132, 0.0209, -0.036
Si, 20.4095, 4.1253, 24.7127, -0.0191, 0.0081, 0.0093
Si, 17.8473, 6.7318, 24.7416, -0.0146, 0.024, -0.0263
Si, 20.3789, 9.4503, 24.547, -0.0185, -0.0225, 0.0184
Si, 17.7258, 12.2127, 24.479, 0.0179, 0.0522, -0.0072
Si, 20.3833, -1.3816, 24.4849, -0.0109, 0.0098, -0.0242
Si, 23.0715, 1.319, 24.5752, -0.0128, -0.0248, 0.0019
Si, 25.816, 4.0019, 24.5168, 0.0132, -0.0056, -0.0342
Si, 23.1532, 6.7223, 24.4573, -0.0148, 0.0002, 0.0074
Si, 25.8814, 9.3902, 24.3101, -0.0134, -0.0177, -0.0223
Si, 23.1477, 12.1925, 24.3218, 0.0162, 0.0084, -0.0399
Si, 25.823, -1.4473, 24.5391, -0.0046, -0.0248, 0.0002
Si, 28.5136, 1.2442, 24.4658, -0.0098, -0.0145, -0.0078
Si, -1.3732, 4.073, 24.5555, 0.0055, 0.005, 0.0097
Si, 28.5298, 6.7735, 24.5088, -0.0402, 0.0168, -0.0277
Si, -1.3905, 9.5861, 24.3921, 0.0528, 0.0058, -0.0161
Si, 28.5116, 12.338, 24.376, 0.0185, 0.0567, -0.0149
Si, -1.4231, -1.376, 24.3666, 0.0088, -0.0263, -0.004
Si, -0.1873, 0.0567, 25.7293, -0.034, 0.0524, 0.0281
Si, 2.7584, 2.8342, 25.8128, -0.035, -0.0669, 0.023
Si, -0.0837, 5.5714, 25.8894, -0.0239, 0.0117, 0.0659
Si, 2.5492, 8.1833, 25.6332, 0.0256, 0.0484, 0.0173
Si, -0.0745, 10.9213, 25.828, -0.0072, 0.0105, 0.0438
Si, 2.775, 13.5931, 25.5856, 0.0249, -0.0509, 0.0448
Si, 5.3475, 0.147, 25.7485, -0.0753, 0.0542, 0.0533
Si, 8.239, 2.7844, 25.9759, -0.043, -0.0599, 0.0595
Si, 5.4137, 5.5137, 25.8411, -0.0304, -0.0178, 0.079
Si, 8.1381, 8.1221, 25.8573, 0.036, -0.0005, 0.0335
Si, 5.4643, 10.8973, 25.8229, -0.0031, -0.0416, 0.0204
Si, 8.105, 13.6312, 25.804, -0.0238, 0.0053, 0.0573
Si, 11.0726, 0.0101, 26.0716, 0.0324, -0.0457, 0.0334
Si, 13.5913, 2.89, 25.7988, -0.0684, 0.0043, 0.0582
Si, 10.8802, 5.4208, 25.5815, 0.0219, -0.0155, 0.0126
Si, 13.644, 8.1503, 25.934, -0.014, 0.008, 0.0756
Si, 10.8817, 10.9314, 25.8248, -0.0303, 0.0021, 0.0398
Si, 13.7143, 13.6649, 25.8401, -0.0714, -0.0482, 0.076
Si, 16.4178, -0.0068, 25.676, 0.0271, -0.0246, 0.0262
Si, 18.9208, 2.7024, 25.926, -0.033, -0.0015, 0.0761
Si, 16.3506, 5.3594, 26.0139, 0.032, 0.0206, 0.0388
Si, 19.274, 8.1118, 26.2067, 0.0378, -0.0375, -0.0072
Si, 16.3947, 10.6266, 25.5844, 0.0416, -0.043, 0.0117
Si, 18.988, 13.6467, 25.9015, -0.0207, -0.031, 0.0285
Si, 21.7208, -0.0619, 25.927, -0.0188, -0.0306, 0.0912
Si, 24.4558, 2.6352, 25.9304, 0.0354, 0.0367, 0.0556
Si, 21.9005, 5.494, 26.0494, 0.0007, -0.0157, 0.0355
Si, 24.5898, 8.0498, 25.7386, 0.0265, -0.0343, 0.0332
Si, 21.788, 10.9059, 25.6867, -0.0191, 0.0085, 0.0413
Si, 24.4527, 13.4243, 25.815, 0.019, 0.0198, 0.069
Si, 27.2014, -0.1311, 25.9205, 0.03, 0.0337, 0.0834
Si, 29.8964, 2.5899, 25.8148, 0.0233, -0.0037, -0.0158
Si, 27.19, 5.3718, 25.8831, 0.0293, -0.0045, 0.0146
Si, 29.8506, 8.2951, 25.7431, -0.0485, 0.0029, 0.0682
Si, 27.116, 10.8962, 25.5529, 0.0243, 0.0203, 0.0316
Si, 29.9297, 13.6009, 25.8036, 0.0028, -0.0354, 0.0651
Si, 1.3798, -1.2892, 26.6979, -0.0873, -0.1193, -0.6196
Si, 4.3889, 1.8097, 27.1911, -0.1921, -0.1801, -0.7328
Si, 1.6068, 4.4349, 27.0659, -0.1403, -0.0538, -0.6968
Si, 3.6908, 6.6918, 26.9539, 0.1857, -0.1089, -0.6743
Si, 1.5513, 9.777, 27.0538, -0.3047, -0.2287, -0.7055
Si, 3.8027, 12.0292, 27.0262, 0.2737, 0.247, -0.7095
Si, 6.7373, -1.1862, 27.0021, -0.0996, -0.1538, -0.6987
Si, 9.9207, 1.6752, 27.2931, -0.2984, -0.2547, -0.7998
Si, 6.6386, 4.0356, 27.23, 0.1714, 0.1713, -0.6513
Si, 9.8101, 6.8987, 26.9966, -0.4283, -0.1927, -0.6059
Si, 7.0492, 9.7416, 27.1506, -0.1999, -0.0975, -0.729
Si, 9.2311, 12.0196, 27.0817, 0.1018, 0.0368, -0.726
Si, 12.9782, -0.922, 27.3371, -0.3396, -0.0745, -0.7492
Si, 15.0226, 1.4124, 26.832, 0.0137, 0.059, -0.5921
Si, 11.9729, 4.0541, 27.0981, 0.3045, 0.1296, -0.6772
Si, 15.2664, 7.0331, 27.2629, -0.1963, -0.1308, -0.6831
Si, 11.9451, 9.2957, 27.132, 0.4281, 0.3347, -0.7011
Si, 15.0449, 11.9988, 26.7995, -0.1926, 0.0742, -0.7288
Si, 17.8432, -1.0339, 27.2541, -0.074, -0.2283, -0.6546
Si, 20.0871, 1.1226, 27.1695, 0.096, -0.0035, -0.8101
Si, 17.1963, 3.5699, 27.3786, 0.1704, 0.1903, -0.7353
Si, 21.2445, 7.2473, 27.5687, -0.4204, -0.1747, -0.6797
Si, 17.4923, 9.2887, 27.2038, 0.2827, 0.0738, -0.727
Si, 20.6447, 12.4399, 27.0385, -0.1464, -0.0208, -0.7101
Si, 22.8911, -1.7519, 27.107, 0.043, 0.1755, -0.7746
Si, 26.0165, 1.4299, 27.2066, -0.2595, -0.3037, -0.712
Si, 23.4404, 4.2298, 27.3317, -0.1985, -0.0763, -0.7432
Si, 25.6287, 6.4918, 27.2228, 0.1151, 0.1264, -0.7182
Si, 23.261, 9.5631, 26.8765, 0.0093, 0.0035, -0.4741
Si, 25.5167, 11.7013, 27.0606, -0.0441, 0.2236, -0.7386
Si, 28.8184, -1.2528, 27.2401, -0.078, -0.0182, -0.659
Si, -1.666, 1.1017, 27.3046, 0.0984, 0.083, -0.5862
Si, 28.2678, 3.6542, 27.0679, 0.2205, 0.3422, -0.6731
Si, -1.5426, 6.9905, 27.1775, 0.2034, -0.0372, -0.752
Si, 28.6349, 9.8977, 26.959, 0.0792, -0.1559, -0.6432
Si, -1.6659, 12.0129, 27.206, 0.2034, 0.1809, -0.6981
Si, 1.5669, -1.9307, 33.2064, -0.0152, 0.0191, 0.0192
Si, 2.8351, 0.0928, 28.8252, 0.0785, 0.0221, 0.0772
Si, 4.7228, 13.9465, 29.1299, -0.0219, 0.1013, -0.1949
Si, 7.2142, 11.8835, 31.2089, 0.0464, 0.0166, 0.0452
Si, 0.7247, 7.1207, 32.0303, -0.0957, -0.005, 0.0525
Si, 23.9708, 3.3079, 33.7893, -0.1419, 0.0782, 0.043
Si, 1.863, 11.9175, 31.3002, -0.1053, 0.1336, -0.1119
Si, 17.2321, 0.4628, 33.9672, 0.021, -0.0526, -0.0496
Si, 11.8379, 10.1898, 30.1669, -0.0336, 0.0319, -0.213
Si, 6.768, 5.4906, 30.0014, 0.077, -0.0392, -0.1009
Si, 11.1459, -0.238, 33.8772, -0.0406, 0.0702, -0.1485
Si, 14.9355, 4.2482, 34.5231, -0.0687, -0.1238, 0.0192
Si, 10.9983, 5.6484, 29.4079, 0.0854, 0.0124, -0.2783
Si, 17.5485, 3.4467, 30.4103, -0.0453, 0.1363, -0.1486
Si, 13.7698, 10.2031, 34.5086, 0.0607, 0.076, -0.0754
Si, 21.4647, 0.3556, 31.1948, 0.1484, 0.195, -0.0802
Si, 15.3811, 10.2133, 31.9701, 0.0495, 0.0184, -0.0187
Si, 14.8903, 3.4637, 31.5672, 0.0014, 0.0923, -0.0601
Si, 19.4518, 10.9953, 32.2549, -0.1301, 0.1426, 0.0051
Si, 28.3679, 5.3449, 31.7076, -0.0743, -0.047, -0.0004
Si, 25.7244, 12.115, 35.6972, -0.009, 0.0466, 0.0903
Si, 25.6607, 9.7142, 31.671, 0.027, -0.0251, -0.034
Si, 15.2333, 12.8318, 35.4367, 0.0936, -0.0178, 0.0363
Si, 27.457, 12.9249, 29.2904, 0.0495, -0.0417, -0.2981
Si, 21.5473, 2.8781, 29.4401, 0.1235, -0.0013, -0.0465
Si, -1.9997, 1.1915, 31.5923, -0.0265, 0.0125, -0.0182
Si, 30.0803, 13.3879, 36.6816, -0.0401, 0.0585, 0.0594
Si, 24.1905, 13.9118, 33.8872, -0.0818, -0.0746, 0.1038
Si, 26.9299, 8.4942, 29.244, -0.0471, -0.0135, -0.0612
Si, 23.6086, -1.3845, 30.0261, 0.0849, -0.0156, -0.1126
Si, 25.8968, 0.5524, 30.2473, 0.0164, 0.1159, -0.1314
Si, -0.2642, 3.2504, 29.2418, -0.1077, -0.1424, -0.0977
Si, 0.5667, 4.012, 32.118, -0.0593, 0.0314, -0.1288
Si, 0.2154, 13.4301, 29.2026, -0.1612, 0.0034, -0.0415
Si, 28.5351, -0.7026, 31.1918, -0.0419, -0.0174, 0.0557
Si, 29.8413, 5.0459, 29.0586, 0.039, -0.0527, -0.0709
Si, 11.3283, 13.7367, 32.027, -0.1447, 0.1464, -0.0334
Si, 9.4477, 9.8775, 31.8299, 0.0212, -0.0022, -0.1904
Si, 13.3765, -1.0624, 35.7637, 0.1415, 0.0489, 0.2114
Si, 2.8993, 8.5681, 36.6469, 0.0732, -0.0375, 0.1798
Si, 4.0269, 13.8563, 34.596, 0.019, 0.1516, 0.0984
Si, -1.7627, 8.4689, 33.3333, 0.1548, -0.0839, 0.0328
Si, 8.3991, 0.0899, 29.1657, 0.0103, -0.0037, -0.0196
Si, 12.2394, 5.6323, 33.7269, -0.0075, -0.0248, 0.0021
Si, 28.4103, 2.2578, 34.6766, -0.0472, 0.0675, -0.1213
Si, 4.2935, 11.3792, 36.0668, -0.1001, -0.0229, 0.1229
Si, 12.5819, 7.5587, 31.4019, -0.0936, -0.2011, -0.0963
Si, 8.7744, 12.215, 35.8208, -0.0438, 0.0099, 0.1212
Si, 12.3696, 1.4866, 31.6937, 0.0713, -0.0174, 0.0571
Si, 18.6746, -1.2811, 36.104, 0.0722, 0.164, 0.0745
Si, 11.0578, 11.4192, 33.9488, -0.1219, 0.0075, -0.0168
Si, 15.0054, 6.294, 30.2543, 0.0514, -0.1081, -0.0798
Si, 14.2731, 11.5383, 29.6122, 0.0595, 0.1514, -0.0928
Si, 2.9132, 7.1044, 34.0374, 0.0727, 0.0035, -0.0943
Si, 16.572, 13.2767, 28.948, -0.0811, 0.0624, 0.0166
Si, 17.8904, 6.1954, 31.3473, -0.0631, 0.0125, 0.1122
Si, 19.9758, 6.79, 35.5788, 0.1094, -0.2007, 0.0017
Si, 22.0344, 5.7448, 33.2911, -0.0907, -0.0076, 0.0484
Si, 17.7277, 8.6253, 33.1098, -0.0436, 0.0418, 0.0175
Si, 18.7862, 11.257, 29.2678, -0.1237, 0.0731, -0.1621
Si, 16.951, 12.7583, 32.9134, 0.0634, -0.0314, 0.0906
Si, 24.258, 7.9115, 33.8242, 0.0748, 0.1327, -0.0127
Si, 21.7571, 12.0584, 33.8954, 0.0519, 0.0252, 0.0216
Si, 28.4772, 11.8775, 34.3495, 0.136, 0.0771, 0.0709
Si, 20.685, 5.7486, 30.3383, 0.2047, 0.0086, -0.0325
Si, 30.3905, 3.6971, 33.0121, 0.0274, -0.0585, -0.1185
Si, 25.2492, 12.8993, 31.344, -0.0753, -0.1168, -0.1343
Si, 6.7776, 10.0453, 35.7541, -0.0007, -0.0515, 0.0734
Si, 28.0912, 8.1285, 31.8502, -0.097, 0.0813, 0.0512
Si, 4.6136, 10.2715, 31.2838, 0.0441, -0.0296, 0.0418
Si, 5.7855, 3.6051, 32.3044, 0.1578, -0.0306, -0.0226
Si, -0.8743, 10.7031, 31.5576, -0.0482, -0.0712, -0.149
Si, 29.4097, -0.1954, 33.8521, -0.01, -0.0291, -0.0269
Si, -0.8356, -1.5637, 34.9043, 0.0698, 0.053, -0.0179
Si, 0.3987, 0.4841, 36.614, 0.0137, -0.0061, 0.1924
Si, 5.7786, 14.1234, 32.0821, 0.1073, 0.2075, -0.072
Si, 8.1014, 7.0816, 32.139, -0.051, 0.0218, 0.0388
Si, 29.3793, 12.6173, 31.3522, -0.0957, -0.0602, -0.0791
Si, 15.1895, 1.5415, 35.83, -0.0208, -0.009, 0.056
Si, 8.2836, 0.662, 34.4304, 0.0138, -0.0312, 0.0331
Si, 29.13, 9.0659, 35.4912, 0.0384, 0.0438, 0.323
Si, 8.3591, 4.5678, 33.7374, -0.0907, 0.0797, 0.0411
Si, 5.2573, 8.1492, 29.1638, 0.1557, 0.0883, -0.1432
Si, 10.602, 3.8068, 31.8062, 0.0724, 0.1797, 0.0279
Si, 9.2864, 13.3898, 29.6975, -0.0091, 0.0947, -0.0537
Si, 13.472, 8.3279, 36.7091, -0.0284, 0.0291, 0.0799
Si, 6.8109, -1.7779, 35.7444, -0.1029, 0.0429, 0.1317
Si, 3.0217, 3.9922, 33.7989, -0.0421, 0.0142, 0.0044
Si, -0.0596, 8.703, 29.4598, -0.0557, 0.0405, -0.1603
Si, 11.4912, 5.9281, 36.5654, -0.0622, 0.0333, 0.0995
Si, 5.6569, 8.443, 33.4473, -0.0237, 0.0281, -0.0409
Si, 16.1749, -0.8197, 31.6295, -0.1039, -0.0183, 0.1666
Si, 8.3045, 3.0386, 36.328, 0.0824, 0.0282, 0.16
Si, 18.6189, 9.3505, 35.7082, -0.0582, 0.0566, 0.2091
Si, 17.1832, 5.4755, 36.3559, 0.0788, 0.0147, 0.1955
Si, 23.4324, 10.0813, 35.7144, 0.0054, 0.0589, 0.1198
Si, 19.7184, 12.2982, 35.948, 0.1097, -0.0456, 0.1499
Si, 21.5659, -0.0503, 36.633, -0.0303, -0.1333, 0.094
Si, 13.2875, -1.0186, 30.3476, 0.0577, -0.0056, -0.1743
Si, 26.7691, 6.9499, 35.4812, -0.1642, 0.0878, 0.1675
Si, 18.5244, 0.8934, 31.3669, -0.0157, -0.0145, 0.1492
Si, 22.8957, 0.422, 33.8965, -0.0601, -0.0016, 0.0667
Si, 0.583, -0.3324, 30.862, 0.0645, -0.2857, -0.1267
Si, 6.8421, 0.7535, 31.8152, -0.0023, -0.0657, -0.0673
Si, 24.8807, 3.1199, 36.8448, -0.0498, -0.1335, -0.0193
Si, 2.5192, 2.7825, 36.5776, -0.0529, 0.0583, 0.217
Si, 26.4943, 3.0008, 32.2214, 0.0094, -0.0481, 0.0792
Si, 27.4208, 4.4042, 36.5068, 0.0401, 0.0846, -0.0609
Si, 1.3284, 14.9721, 5.4982, -0.003, 0.0098, 0.0016
Si, 4.0531, 1.381, 5.4578, -0.0079, 0.0061, -0.0112
Si, 1.3508, 4.0161, 5.5003, 0.0144, -0.0066, -0.0085
Si, 4.0994, 6.7792, 5.528, 0.008, -0.0017, 0.0023
Si, 1.3661, 9.4614, 5.5396, -0.0116, -0.0034, 0.0235
Si, 4.1075, 12.2383, 5.5105, -0.0021, 0.0029, 0.0067
Si, 6.7946, 14.9608, 5.4593, -0.0128, -0.0168, -0.0037
Si, 9.5292, 1.3821, 5.4134, 0.0004, 0.0045, -0.0071
Si, 6.8085, 4.1052, 5.444, -0.0007, -0.0018, 0.0024
Si, 9.5076, 6.8097, 5.4418, -0.0172, 0.0054, 0.0023
Si, 6.8407, 9.5281, 5.4927, 0.0064, -0.0107, 0.0021
Si, 9.5128, 12.2612, 5.4257, -0.0073, -0.0024, -0.0032
Si, 12.2497, 15.0072, 5.3602, -0.0005, -0.0111, -0.0079
Si, 14.926, 1.3823, 5.4036, -0.0049, 0.0057, -0.0058
Si, 12.2302, 4.109, 5.4307, 0.0048, -0.0028, 0.0042
Si, 14.953, 6.8462, 5.4066, 0.0034, 0.0091, -0.0016
Si, 12.2758, 9.5343, 5.4121, -0.0089, -0.0014, -0.0012
Si, 14.9513, 12.283, 5.3666, -0.0142, 0.0183, -0.0126
Si, 17.6562, 14.9758, 5.4111, -0.0097, -0.0018, -0.0051
Si, 20.3892, 1.344, 5.4473, 0.0001, -0.0075, -0.0117
Si, 17.66, 4.1054, 5.4383, -0.0048, 0.01, -0.0123
Si, 20.3693, 6.8247, 5.4991, 0.0052, -0.0036, 0.0116
Si, 17.6833, 9.5727, 5.405, 0.0013, -0.003, -0.0059
Si, 20.388, 12.2309, 5.4108, 0.0134, 0.0114, -0.013
Si, 23.1271, 14.9139, 5.4436, 0.0012, 0.0053, -0.0125
Si, 25.8651, 1.3049, 5.5012, 0.0156, -0.0138, 0.0022
Si, 23.127, 4.0668, 5.4754, -0.0072, -0.0001, -0.0062
Si, 25.8525, 6.7789, 5.4433, -0.001, -0.0058, -0.0051
Si, 23.1573, 9.5252, 5.4873, 0.005, -0.0009, 0.001
Si, 25.8844, 12.201, 5.4222, 0.0113, -0.0035, -0.0202
Si, 28.5739, 14.9123, 5.4503, -0.0042, 0.0094, 0.0027
Si, 31.2766, 1.2966, 5.4353, 0.0005, -0.0142, -0.0165
Si, 28.5698, 4.0586, 5.4786, 0.0004, -0.0002, -0.0084
Si, 31.2775, 6.7656, 5.4907, 0.0148, 0.015, -0.0018
Si, 28.5426, 9.4964, 5.4324, -0.006, -0.0031, -0.0202
Si, 31.248, 12.2159, 5.5038, -0.0087, -0.0056, -0.0091
Si, 2.7072, 0.0163, 6.8319, -0.0214, 0.0081, -0.009
Si, 5.4451, 2.7316, 6.8004, 0.0041, -0.0081, -0.0119
Si, 2.7152, 5.4052, 6.8432, -0.0116, 0.0086, -0.011
Si, 5.4674, 8.1637, 6.8454, 0.0012, -0.004, -0.0059
Si, 2.7282, 10.8703, 6.848, -0.0105, 0.0015, -0.0146
Si, 5.4607, 13.6054, 6.8488, 0.0034, 0.0056, -0.0005
Si, 8.1718, 0.0175, 6.7843, 0, 0.0048, -0.0013
Si, 10.8813, 2.7358, 6.7885, 0.0033, -0.0044, 0.0019
Si, 8.1639, 5.4527, 6.8164, 0.0009, 0.0016, -0.0003
Si, 10.8968, 8.1763, 6.7731, 0.0031, 0.0053, -0.0068
Si, 8.1909, 10.9019, 6.8277, -0.0042, 0.0034, 0.0018
Si, 10.8982, 13.6347, 6.747, 0.0036, -0.0062, -0.0091
Si, 13.5871, 0.0177, 6.7705, 0.0107, -0.0018, 0.0059
Si, 16.29, 2.7375, 6.7754, -0.0068, 0.0098, -0.0024
Si, 13.6052, 5.468, 6.7744, 0.0077, -0.0101, -0.002
Si, 16.3192, 8.1993, 6.7651, -0.009, 0.0052, -0.0033
Si, 13.6143, 10.9172, 6.7608, 0.0048, -0.0052, -0.0042
Si, 16.3043, 13.6117, 6.7665, 0.0071, 0.0029, 0.0081
Si, 19.0197, -0.0076, 6.7919, 0.0173, -0.0031, 0.0083
Si, 21.7502, 2.7054, 6.8109, -0.0041, -0.008, -0.0103
Si, 19.0162, 5.4427, 6.8243, 0.0065, -0.0001, -0.0012
Si, 21.7671, 8.1697, 6.8249, -0.0008, -0.0007, -0.0013
Si, 19.0401, 10.8921, 6.7945, -0.007, 0.0055, 0.0069
Si, 21.7467, 13.5774, 6.793, 0.0044, 0.0056, -0.0029
Si, 24.4754, -0.0462, 6.8223, 0.0027, -0.004, 0.0019
Si, 27.2092, 2.6972, 6.8338, -0.0119, 0.0042, 0.0016
Si, 24.488, 5.4317, 6.8165, 0.0012, 0.0072, -0.0008
Si, 27.1947, 8.1448, 6.8105, -0.0102, 0.0122, -0.0033
Si, 24.5162, 10.8808, 6.8218, 0.0048, -0.024, 0.0046
Si, 27.2039, 13.5691, 6.8092, 0.0019, 0.0029, -0.001
Si, 29.9229, -0.0408, 6.8146, -0.0082, -0.0071, -0.003
Si, -0.0152, 2.6546, 6.8293, 0.0245, -0.0003, -0.007
Si, 29.92, 5.4119, 6.845, 0.0014, 0.0012, -0.0025
Si, -0.0022, 8.107, 6.8699, 0.0207, -0.0152, -0.0029
Si, 29.8877, 10.8447, 6.8306, 0.0024, 0.0204, 0.0015
Si, -0.016, 13.5849, 6.8415, -0.0026, 0.0043, -0.0046
Si, 1.3551, 1.3445, 8.2094, -0.0008, -0.0059, 0.0149
Si, 4.0959, 4.0702, 8.1898, 0.0004, 0.0032, 0.0051
Si, 1.3646, 6.7585, 8.2133, -0.0236, -0.0015, 0.0102
Si, 4.0923, 9.5123, 8.1971, -0.0055, -0.0056, 0.0036
Si, 1.3621, 12.2349, 8.1906, 0.0139, 0.0091, -0.0004
Si, 4.0815, 14.9709, 8.1781, 0.0063, -0.0082, -0.0009
Si, 6.8078, 1.3661, 8.1538, -0.0091, -0.0004, 0.003
Si, 9.5243, 4.0841, 8.1605, -0.0181, -0.0131, 0.0051
Si, 6.8238, 6.8071, 8.1936, 0.0096, 0.0084, 0.0116
Si, 9.5551, 9.5318, 8.1611, 0.0073, 0.0217, 0.001
Si, 6.8215, 12.2433, 8.1916, -0.0075, -0.0055, 0.0075
Si, 9.5387, 14.9754, 8.1358, 0.0028, 0.0038, -0.0004
Si, 12.2414, 1.3748, 8.145, -0.0029, 0.0065, 0.0079
Si, 14.9484, 4.0991, 8.1445, 0.0002, -0.0027, 0.0061
Si, 12.243, 6.8136, 8.1422, -0.0113, -0.0047, 0.0045
Si, 14.9624, 9.5508, 8.1329, 0.0158, 0.0102, 0.0047
Si, 12.2454, 12.2667, 8.1232, 0.0002, 0.0018, 0.0013
Si, 14.9487, 14.9722, 8.1301, -0.0116, -0.011, 0.0037
Si, 17.6598, 1.37, 8.1339, 0.0008, 0.0034, -0.0042
Si, 20.3903, 4.075, 8.1631, 0.0055, 0.0098, 0
Si, 17.6545, 6.822, 8.1499, -0.0097, -0.0138, 0.0032
Si, 20.3941, 9.5294, 8.1635, 0.0033, 0.004, -0.0022
Si, 17.6691, 12.2558, 8.1379, 0.004, 0.0021, -0.0044
Si, 20.387, 14.9501, 8.1469, -0.0019, -0.0055, -0.007
Si, 23.1113, 1.3358, 8.1619, -0.0062, -0.0058, -0.0079
Si, 25.8382, 4.0624, 8.1747, 0.0014, -0.001, 0.0014
Si, 23.12, 6.7916, 8.1704, -0.0008, -0.004, -0.0014
Si, 25.8432, 9.5, 8.1814, -0.0043, -0.005, 0.0052
Si, 23.1218, 12.2325, 8.1576, 0.0059, 0.0161, 0.0002
Si, 25.8421, 14.9265, 8.1749, -0.0005, -0.0041, 0.0059
Si, 28.57, 1.3311, 8.1768, 0.0138, 0.0105, -0.0013
Si, 31.2827, 4.0425, 8.1845, -0.0032, 0.0088, 0.0002
Si, 28.5554, 6.7891, 8.1777, 0.0111, -0.0057, -0.0018
Si, 31.2724, 9.5019, 8.1865, 0.0132, -0.0006, -0.003
Si, 28.5446, 12.2131, 8.1879, -0.0143, -0.0216, 0.0049
Si, 31.2706, 14.9394, 8.1977, 0.0104, 0.0021, 0.0059
Si, -0.0041, -0.0211, 9.553, 0.0059, -0.0039, 0.0069
Si, 2.7284, 2.7136, 9.5456, -0.0069, -0.0035, 0.0039
Si, -0.0032, 5.4038, 9.5537, 0.0249, -0.0098, 0.0036
Si, 2.7281, 8.1454, 9.546, -0.0004, 0, -0.0026
Si, -0.0016, 10.8681, 9.5383, -0.0081, 0.0001, -0.0008
Si, 2.7274, 13.6017, 9.5373, -0.0124, 0.0012, 0.0021
Si, 5.4525, 0.0088, 9.526, -0.0073, 0.0041, -0.0009
Si, 8.1656, 2.724, 9.5207, 0.0059, 0.0089, 0.0027
Si, 5.4544, 5.4422, 9.5405, -0.0032, 0.0015, -0.0011
Si, 8.191, 8.1745, 9.5297, -0.003, -0.0087, 0.0001
Si, 5.4558, 10.8802, 9.543, 0.001, 0.0102, 0.004
Si, 8.1885, 13.6174, 9.5197, 0.0002, -0.0133, 0.0065
Si, 10.8878, 0.012, 9.509, 0.0036, 0.0015, 0.005
Si, 13.5984, 2.7329, 9.5077, 0.0014, 0.0008, 0.007
Si, 10.8901, 5.4493, 9.5103, 0.0017, 0.0005, 0.0021
Si, 13.6054, 8.179, 9.4955, -0.0021, 0.0047, -0.0018
Si, 10.9054, 10.9027, 9.5084, -0.0036, -0.0074, 0.0037
Si, 13.6003, 13.6128, 9.5006, 0.0068, 0.0045, 0.0038
Si, 16.3089, 0.0068, 9.4972, -0.0031, -0.0032, 0.0065
Si, 19.0231, 2.7147, 9.509, 0.001, -0.0003, 0.0027
Si, 16.3076, 5.4521, 9.5103, -0.0051, 0.0075, 0.0053
Si, 19.029, 8.1645, 9.5123, 0.0093, -0.0009, 0.0032
Si, 16.32, 10.8931, 9.5058, 0.0023, -0.0042, 0.008
Si, 19.0284, 13.6004, 9.5098, 0.0022, -0.0022, 0.011
Si, 21.7444, -0.0156, 9.5155, 0.001, 0.0001, 0.0052
Si, 24.4701, 2.7004, 9.5204, -0.001, 0.0091, 0.004
Si, 21.753, 5.4314, 9.5201, 0.0067, -0.0048, 0.0041
Si, 24.4739, 8.1476, 9.5323, -0.0004, 0.0044, 0.0062
Si, 21.758, 10.8799, 9.5207, 0.0025, -0.0094, 0.0063
Si, 24.4715, 13.5824, 9.532, -0.0067, 0.007, 0.0033
Si, 27.1986, -0.0233, 9.5282, -0.0063, -0.0022, -0.002
Si, 29.9191, 2.6935, 9.5416, 0.0007, -0.008, 0.001
Si, 27.1947, 5.4264, 9.5309, -0.0092, 0.0036, 0.0061
Si, 29.9146, 8.1434, 9.5431, -0.0045, -0.0007, 0.0012
Si, 27.1907, 10.8586, 9.5469, 0.0004, 0.0057, 0.0076
Si, 29.909, 13.5757, 9.5424, 0.0008, 0.0059, 0.002
Si, 1.3654, 14.949, 10.9037, 0.0013, 0.0033, 0.0071
Si, 4.093, 1.3573, 10.8965, -0.0001, 0.0023, 0.0046
Si, 1.3696, 4.0654, 10.9096, -0.0045, 0.0088, 0.0097
Si, 4.095, 6.7969, 10.9029, -0.0009, -0.0022, 0.0086
Si, 1.3634, 9.5111, 10.8943, 0.0024, 0.0023, 0.0023
Si, 4.0919, 12.2431, 10.8926, -0.0007, -0.0052, 0.0013
Si, 6.8182, 14.9687, 10.8799, -0.0006, 0.0007, -0.0026
Si, 9.5297, 1.3663, 10.8775, -0.0104, -0.0061, 0.0019
Si, 6.8145, 4.0812, 10.8926, -0.0027, -0.0054, 0.0027
Si, 9.5403, 6.8055, 10.884, -0.0004, 0.0082, 0.0049
Si, 6.8227, 9.5235, 10.8928, 0.001, 0.001, 0.0031
Si, 9.5416, 12.2513, 10.8777, 0.0023, 0.0036, 0.0019
Si, 12.2466, 14.9699, 10.8703, -0.0019, -0.0059, 0.0009
Si, 14.9578, 1.3668, 10.8656, -0.002, 0.0049, -0.0023
Si, 12.2442, 4.0893, 10.8744, -0.0023, -0.0064, 0.002
Si, 14.9528, 6.8135, 10.8684, -0.0006, -0.0079, 0.0035
Si, 12.2542, 9.5334, 10.8692, 0.0046, 0.0107, 0.0041
Si, 14.9587, 12.2502, 10.8654, -0.0034, 0.0008, -0.0001
Si, 17.6683, 14.9651, 10.863, 0.0054, 0.0038, -0.003
Si, 20.3837, 1.3507, 10.8686, -0.0005, -0.0016, -0.0018
Si, 17.6693, 4.0828, 10.8662, 0.007, 0.0056, 0.0004
Si, 20.3881, 6.7964, 10.87, -0.0016, 0.0009, 0.003
Si, 17.6734, 9.5275, 10.8714, -0.0044, 0.0027, -0.0028
Si, 20.3899, 12.24, 10.8724, 0.0019, 0.0086, -0.0057
Si, 23.1064, 14.9486, 10.8789, 0.0079, 0.0004, 0.0016
Si, 25.8326, 1.3421, 10.8788, 0.0026, -0.0025, -0.001
Si, 23.1101, 4.0654, 10.8759, -0.0044, -0.0001, 0.0017
Si, 25.8334, 6.7855, 10.8876, -0.0049, -0.0038, -0.0032
Si, 23.1092, 9.5114, 10.8809, -0.0027, -0.0077, 0.004
Si, 25.8258, 12.2211, 10.8942, -0.0075, -0.0146, 0.0022
Si, 28.5529, 14.9416, 10.8957, 0.0006, -0.0038, -0.001
Si, 31.2794, 1.344, 10.904, 0.009, 0.0024, 0.0031
Si, 28.5542, 4.0631, 10.8861, 0.0066, 0.0051, -0.0024
Si, 31.2771, 6.7816, 10.8958, -0.0023, -0.0033, -0.0044
Si, 28.5562, 9.5043, 10.9009, -0.0012, 0.0052, -0.0011
Si, 31.279, 12.2263, 10.8984, 0.0034, -0.0004, 0.0031
Si, 2.7295, -0.0035, 12.2519, -0.001, -0.006, -0.0011
Si, 5.4523, 2.7224, 12.2517, -0.0025, 0.0006, -0.0015
Si, 2.7302, 5.4368, 12.2568, -0.0065, 0.0007, -0.0012
Si, 5.4602, 8.163, 12.2519, 0.0033, 0.0023, -0.0044
Si, 2.7282, 10.8789, 12.2458, -0.005, 0.0058, -0.0012
Si, 5.4577, 13.6072, 12.2419, -0.0019, -0.0036, 0.0014
Si, 8.174, 0.0076, 12.2432, -0.0005, 0.0033, 0.0016
Si, 10.8891, 2.7278, 12.2378, 0.0026, 0.0066, 0.0015
Si, 8.1775, 5.4463, 12.2455, 0.0002, 0.0022, -0.0003
Si, 10.8986, 8.171, 12.2371, -0.0007, -0.0051, -0.0026
Si, 8.1819, 10.8908, 12.2426, -0.0053, 0.0033, 0.0013
Si, 10.8961, 13.6093, 12.2404, -0.0009, -0.0024, 0.0019
Si, 13.6057, 0.0071, 12.2334, 0.0029, 0.0016, 0.0045
Si, 16.317, 2.7206, 12.2314, -0.0041, -0.0038, -0.0005
Si, 13.6031, 5.4488, 12.2353, -0.0035, 0.0051, 0.0019
Si, 16.3168, 8.1645, 12.232, 0.0022, -0.0002, 0.0021
Si, 13.6094, 10.8879, 12.2346, 0.004, -0.0061, 0.0042
Si, 16.3176, 13.6044, 12.2294, -0.0035, 0.0025, 0.0005
Si, 19.0275, -0.0055, 12.2319, -0.0026, -0.0016, 0.0042
Si, 21.7457, 2.7074, 12.2295, 0.0012, 0.0042, 0.0049
Si, 19.0317, 5.4348, 12.23, 0.0016, -0.0042, 0.0033
Si, 21.7469, 8.1514, 12.2344, 0.0054, 0.006, 0.0028
Si, 19.0333, 10.8808, 12.2349, 0.0129, -0.0089, 0.0043
Si, 21.7464, 13.5922, 12.2393, -0.0058, -0.0032, 0.0043
Si, 24.4675, -0.0133, 12.2362, -0.0057, -0.0004, 0.0018
Si, 27.1902, 2.7038, 12.2389, -0.0027, 0.0043, -0.0016
Si, 24.469, 5.4242, 12.2369, 0.0062, 0.0042, 0.0021
Si, 27.1896, 8.1444, 12.2492, 0.0015, -0.0019, -0.0007
Si, 24.4648, 10.8632, 12.2486, -0.0028, 0.0044, 0.005
Si, 27.1879, 13.5832, 12.2473, -0.0076, 0.0056, -0.0005
Si, 29.9147, -0.0161, 12.2523, 0.0005, 0.006, -0.002
Si, 0.0023, 2.7062, 12.2571, 0.0057, -0.0098, 0.0026
Si, 29.9119, 5.4235, 12.2466, -0.0036, -0.0009, -0.0001
Si, 0.0002, 8.1494, 12.2482, 0.0034, -0.0001, -0.0013
Si, 29.9168, 10.868, 12.2537, -0.0002, -0.0048, 0.0001
Si, 0.0007, 13.5898, 12.2547, 0.0078, -0.0032, -0.0017
Si, 1.367, 1.3532, 13.611, 0.0009, 0.0053, 0.0031
Si, 4.0921, 4.08, 13.6125, -0.0004, 0.002, 0.0027
Si, 1.3654, 6.798, 13.6075, 0.0037, -0.0009, 0.0031
Si, 4.0945, 9.5253, 13.6036, 0.0001, -0.0014, 0.0003
Si, 1.3685, 12.2361, 13.6079, -0.0028, -0.006, 0.0025
Si, 4.0959, 14.9618, 13.6057, 0.0006, 0.0049, 0
Si, 6.8152, 1.3648, 13.6072, -0.0028, 0.0024, -0.0005
Si, 9.536, 4.0873, 13.6057, -0.004, -0.0043, 0.0017
Si, 6.8194, 6.8041, 13.6106, -0.0026, -0.0026, 0.0038
Si, 9.5382, 9.5266, 13.6013, 0.0048, -0.002, -0.003
Si, 6.8184, 12.2491, 13.6011, 0.0007, 0.001, -0.0003
Si, 9.5351, 14.9673, 13.6012, -0.0012, -0.004, -0.0001
Si, 12.2496, 1.3672, 13.5978, -0.0064, 0.0025, 0.0021
Si, 14.962, 4.0823, 13.5933, 0.0045, 0.0001, -0.0024
Si, 12.2509, 6.8084, 13.602, -0.0003, 0.0048, 0.003
Si, 14.9635, 9.5244, 13.5976, -0.0043, 0.0066, -0.0035
Si, 12.2519, 12.2447, 13.6005, 0.0022, 0.0049, 0.0006
Si, 14.9645, 14.9635, 13.5946, 0.0019, -0.0049, -0.0032
Si, 17.6742, 1.3566, 13.5946, 0.0058, 0.003, 0.001
Si, 20.3899, 4.0699, 13.5896, 0.0028, -0.0006, -0.0009
Si, 17.6746, 6.7967, 13.5896, -0.0023, 0.0027, -0.0025
Si, 20.3901, 9.5146, 13.5937, -0.0049, -0.001, -0.0004
Si, 17.6748, 12.2427, 13.5943, -0.0047, 0.0045, -0.0032
Si, 20.3841, 14.9528, 13.5953, 0.0025, 0.005, -0.0001
Si, 23.1043, 1.3472, 13.5907, 0.0067, 0, -0.0001
Si, 25.8275, 4.0634, 13.5944, -0.0028, 0.0004, 0.0033
Si, 23.1081, 6.7878, 13.5903, -0.009, -0.0013, -0.005
Si, 25.8261, 9.5024, 13.6048, -0.0043, -0.0013, 0.0018
Si, 23.1016, 12.2262, 13.5991, 0.003, -0.0037, -0.001
Si, 25.8247, 14.9459, 13.5969, 0.0044, -0.0061, -0.0015
Si, 28.5512, 1.3482, 13.5999, 0.0031, -0.0085, 0.0007
Si, 31.2755, 4.0696, 13.6035, 0.0022, 0.0083, 0
Si, 28.5499, 6.7831, 13.6017, -0.0052, 0.001, -0.0007
Si, 31.2792, 9.5092, 13.6069, -0.0013, 0.0032, 0.0032
Si, 28.5513, 12.2281, 13.6058, 0.0025, -0.0022, -0.001
Si, 31.2801, 14.9519, 13.6101, 0.0045, -0.0059, 0.0039
Si, 0.0018, -0.003, 14.9655, 0.0048, 0.002, 0.0015
Si, 2.7264, 2.7189, 14.9647, -0.0054, -0.005, -0.0014
Si, -0.0028, 5.4342, 14.9545, -0.003, 0.0001, -0.0007
Si, 2.7304, 8.1641, 14.9581, -0.0003, 0.005, -0.0049
Si, 0.0021, 10.8762, 14.9586, 0.0087, 0.0024, -0.0041
Si, 2.7309, 13.6038, 14.9615, 0.0018, -0.0032, -0.0041
Si, 5.4538, 0.0049, 14.9652, -0.0035, -0.0028, 0.0017
Si, 8.1747, 2.7275, 14.9643, -0.0037, -0.0025, 0.0021
Si, 5.4538, 5.4449, 14.9663, -0.001, 0.0001, 0.0012
Si, 8.1813, 8.1679, 14.9673, 0.0026, 0.0096, -0.001
Si, 5.4549, 10.8909, 14.9594, -0.0013, 0.0014, -0.0038
Si, 8.1769, 13.6081, 14.9631, -0.0027, 0.0016, -0.0003
Si, 10.8931, 0.008, 14.9613, -0.0016, -0.0024, 0.0008
Si, 13.6099, 2.7237, 14.962, 0.0041, 0.0056, -0.0018
Si, 10.8952, 5.4487, 14.9669, 0.0019, 0.0047, 0
Si, 13.6102, 8.1651, 14.9646, 0.0058, -0.0034, 0.0038
Si, 10.8958, 10.8834, 14.9646, -0.0081, -0.0035, 0.0001
Si, 13.6112, 13.6039, 14.9598, 0.0051, 0.0022, -0.0007
Si, 16.3251, -0.0064, 14.9624, -0.0146, -0.0002, -0.0022
Si, 19.035, 2.7126, 14.9557, -0.0034, -0.0001, 0.0048
Si, 16.3225, 5.4365, 14.9562, -0.0028, -0.0062, -0.0011
Si, 19.035, 8.1512, 14.9511, 0.0044, 0.003, 0.0026
Si, 16.3215, 10.8815, 14.9583, 0.0056, -0.007, 0.0033
Si, 19.0321, 13.5941, 14.9639, 0.002, -0.0012, -0.0008
Si, 21.7434, -0.008, 14.9524, -0.0019, -0.0069, -0.0004
Si, 24.4657, 2.7034, 14.9498, -0.0021, 0.0054, 0.0038
Si, 21.7533, 5.4254, 14.9478, 0.0074, 0.0075, 0.0013
Si, 24.4622, 8.1414, 14.9594, 0.0001, -0.0052, -0.0002
Si, 21.7461, 10.8671, 14.9629, 0.0061, 0.0016, 0.0027
Si, 24.4632, 13.5853, 14.9525, -0.0061, 0.0017, -0.0006
Si, 27.1869, -0.0131, 14.9502, -0.0068, 0.0044, -0.0046
Si, 29.9105, 2.7111, 14.9573, 0.0016, -0.0006, -0.0014
Si, 27.1843, 5.4241, 14.9541, 0.0073, 0.0029, -0.0026
Si, 29.9111, 8.1455, 14.9544, -0.0015, -0.0041, -0.0031
Si, 27.1875, 10.8648, 14.9573, -0.0001, 0.0039, -0.0017
Si, 29.9119, 13.5932, 14.9597, -0.0051, -0.0032, -0.0003
Si, 1.3716, 14.966, 16.3205, 0.0041, -0.008, 0.0027
Si, 4.0908, 1.365, 16.3225, -0.0002, 0.0027, -0.0018
Si, 1.3555, 4.0778, 16.313, 0.0071, 0.0089, -0.0038
Si, 4.0892, 6.8072, 16.3194, -0.004, 0.0003, 0.0032
Si, 1.3678, 9.523, 16.3136, 0.0026, -0.0015, 0.0011
Si, 4.0963, 12.2521, 16.3208, -0.0038, 0, 0.002
Si, 6.818, 14.969, 16.3237, 0.0027, 0.0004, -0.0016
Si, 9.534, 1.3673, 16.3235, -0.0001, 0.0082, -0.0023
Si, 6.8159, 4.0882, 16.3248, 0.0016, 0.0032, -0.0038
Si, 9.5413, 6.8105, 16.3331, -0.0025, -0.0121, 0.0065
Si, 6.8161, 9.5332, 16.3181, -0.0044, 0.0034, 0.0014
Si, 9.5351, 12.2452, 16.3217, 0.0043, 0.0021, -0.0008
Si, 12.2552, 14.9672, 16.3187, 0.0003, -0.0044, -0.0068
Si, 14.9694, 1.3568, 16.3199, 0.015, -0.0048, -0.0026
Si, 12.257, 4.0881, 16.3264, -0.0029, -0.005, 0.0045
Si, 14.9689, 6.7969, 16.3199, 0.0017, 0.0077, -0.0051
Si, 12.2537, 9.5246, 16.33, 0.0014, 0.0031, -0.007
Si, 14.9677, 12.2427, 16.3237, -0.0107, 0.0097, -0.0084
Si, 17.6807, 14.9536, 16.3336, 0.0026, -0.0009, 0.0034
Si, 20.3901, 1.3508, 16.3201, 0.0094, 0.0011, -0.0015
Si, 17.6821, 4.0755, 16.3179, -0.0024, 0.0032, 0
Si, 20.3978, 6.787, 16.305, -0.0026, -0.0046, -0.0045
Si, 17.6798, 9.5127, 16.3118, -0.0101, 0.0075, -0.0016
Si, 20.3884, 12.2284, 16.3237, -0.0083, 0.0045, 0.004
Si, 23.1006, 14.9461, 16.3051, 0.0049, 0.0002, -0.0032
Si, 25.8265, 1.3436, 16.306, 0.01, -0.0159, -0.0038
Si, 23.1074, 4.0616, 16.3098, 0.0009, -0.0031, -0.0037
Si, 25.8174, 6.7735, 16.3147, -0.0062, 0.0076, -0.0006
Si, 23.1039, 9.5011, 16.321, -0.0044, 0.0025, -0.0012
Si, 25.8215, 12.2233, 16.3094, 0.0018, -0.0034, -0.0009
Si, 28.5457, 14.9537, 16.3115, 0.0028, 0.0021, 0.0018
Si, 31.2743, 1.3588, 16.3164, -0.0054, -0.0038, 0.0059
Si, 28.5438, 4.0678, 16.3116, -0.0139, 0.0094, 0.0053
Si, 31.2728, 6.7893, 16.3102, 0.0013, -0.0034, 0.0013
Si, 28.5456, 9.4996, 16.3099, 0.0059, -0.0024, 0.0042
Si, 31.2777, 12.2372, 16.3113, 0.0035, -0.0074, -0.0023
Si, 2.7321, 0.0081, 17.6854, -0.0006, 0.0103, -0.0035
Si, 5.4503, 2.7296, 17.6776, -0.008, -0.0083, -0.0035
Si, 2.7144, 5.4442, 17.6632, -0.0101, -0.0085, -0.006
Si, 5.4531, 8.1738, 17.6721, 0.0046, 0.0059, -0.005
Si, 2.7256, 10.8936, 17.668, 0.0021, -0.0018, -0.01
Si, 5.4563, 13.6148, 17.6844, -0.0027, 0.0032, -0.0069
Si, 8.1753, 0.0096, 17.6866, -0.009, -0.0089, -0.0016
Si, 10.8958, 2.7264, 17.681, -0.0039, -0.0004, -0.0044
Si, 8.1756, 5.4483, 17.6862, -0.0023, -0.0017, 0.0053
Si, 10.9028, 8.1673, 17.7014, 0.0076, 0.0148, 0.0023
Si, 8.1709, 10.8935, 17.6856, 0.0002, -0.0055, -0.006
Si, 10.8994, 13.6053, 17.6755, -0.0013, 0.0031, -0.0106
Si, 13.6144, 0.0001, 17.6859, -0.0049, -0.0033, -0.0033
Si, 16.3322, 2.7102, 17.6809, -0.0151, -0.0089, -0.0052
Si, 13.6168, 5.4455, 17.6934, 0.0119, 0.005, 0.0031
Si, 16.3325, 8.1504, 17.6774, 0.0008, -0.0011, -0.002
Si, 13.6124, 10.8864, 17.6889, 0.0131, -0.0007, 0.0036
Si, 16.3259, 13.5887, 17.6973, -0.01, -0.0105, 0.0006
Si, 19.042, -0.0056, 17.6951, -0.0019, 0.0076, 0.0044
Si, 21.7502, 2.7105, 17.6776, 0.0047, 0.0049, -0.0052
Si, 19.0502, 5.4314, 17.673, 0.0092, 0.0047, -0.0048
Si, 21.7495, 8.1328, 17.6806, 0, -0.0081, 0.0037
Si, 19.0354, 10.8594, 17.6826, -0.0053, -0.0099, -0.0021
Si, 21.7493, 13.5928, 17.6771, 0.0151, 0.0109, 0.0005
Si, 24.4607, -0.0151, 17.6565, -0.0037, -0.0005, -0.0074
Si, 27.1795, 2.7063, 17.6659, 0.0032, -0.0015, -0.0038
Si, 24.4657, 5.4059, 17.6802, -0.0067, -0.0013, -0.0005
Si, 27.1759, 8.1378, 17.6629, -0.0022, -0.0121, -0.007
Si, 24.4655, 10.8628, 17.6738, 0.0132, 0.0065, -0.0031
Si, 27.1792, 13.5894, 17.6588, -0.0068, -0.0025, -0.0041
Si, 29.8987, 0.0061, 17.6662, 0.0015, -0.0035, -0.0023
Si, -0.0054, 2.7216, 17.6748, 0.0035, 0.0061, -0.0099
Si, 29.9076, 5.4276, 17.6644, 0.005, 0.0071, -0.0072
Si, -0.0009, 8.1555, 17.6544, 0.0084, 0.0083, -0.0094
Si, 29.9146, 10.8639, 17.6525, -0.0127, 0.0095, -0.0047
Si, -0.0063, 13.6123, 17.6631, 0.004, -0.0045, -0.0031
Si, 1.363, 1.3726, 19.0335, 0.0038, -0.0204, 0.002
Si, 4.0756, 4.0917, 19.0191, -0.0009, 0.0156, -0.0113
Si, 1.3472, 6.7987, 19.0186, 0.0076, -0.0035, -0.0048
Si, 4.0896, 9.5377, 19.0228, -0.0091, 0.0033, 0.0014
Si, 1.3586, 12.2598, 19.0145, 0.0053, 0.0133, -0.0022
Si, 4.1074, 14.9832, 19.0481, 0.0049, -0.0235, -0.001
Si, 6.8121, 1.3763, 19.0402, -0.0021, 0.0106, -0.0004
Si, 9.5413, 4.0878, 19.0437, 0.0137, -0.0063, -0.0076
Si, 6.8131, 6.8185, 19.0352, -0.0068, -0.0005, -0.0026
Si, 9.5327, 9.5369, 19.0457, -0.0064, 0.0014, -0.0015
Si, 6.8158, 12.2606, 19.0487, -0.0061, 0.0122, 0.0053
Si, 9.5454, 14.9646, 19.0343, 0.0161, -0.0196, -0.019
Si, 12.2535, 1.3641, 19.0398, 0.0016, 0.0178, -0.0019
Si, 14.9801, 4.0711, 19.0395, 0.0219, -0.0116, -0.0056
Si, 12.2693, 6.8092, 19.0688, -0.0049, -0.0214, 0.0134
Si, 14.9747, 9.5115, 19.0332, -0.0016, 0.0113, -0.015
Si, 12.2551, 12.2545, 19.0473, -0.0096, 0.0124, -0.0139
Si, 14.9715, 14.9603, 19.0532, -0.0026, 0.0058, 0.0026
Si, 17.6918, 1.3639, 19.0593, 0.001, 0.0058, 0.0042
Si, 20.3984, 4.0715, 19.0448, -0.005, 0.0008, -0.0093
Si, 17.7063, 6.7969, 19.0331, -0.0165, 0.0069, -0.0157
Si, 20.3878, 9.4884, 19.0412, -0.011, 0.0141, -0.0057
Si, 17.6811, 12.2111, 19.0534, 0.005, 0.0035, 0.0023
Si, 20.4088, 14.9563, 19.0538, -0.0037, -0.0187, 0.0082
Si, 23.115, 1.3458, 19.0224, 0.0054, -0.0152, -0.019
Si, 25.8133, 4.0342, 19.045, 0.0146, 0.0039, 0.0048
Si, 23.0996, 6.7555, 19.0374, 0.0083, 0.0033, -0.0015
Si, 25.8169, 9.4894, 19.0281, -0.005, 0.0037, 0.0069
Si, 23.1071, 12.2264, 19.029, -0.0002, -0.0077, -0.0017
Si, 25.8107, 14.9447, 19.0137, -0.0007, 0.0139, -0.0057
Si, 28.5409, 1.3659, 19.0315, -0.0209, 0.0022, -0.0001
Si, 31.2631, 4.0738, 19.0304, 0.0005, -0.0054, 0.0072
Si, 28.53, 6.7722, 19.0147, -0.0065, 0.0105, 0.0008
Si, 31.2782, 9.5091, 19.0075, 0.0072, -0.022, 0.0001
Si, 28.5436, 12.22, 18.9947, 0.0172, -0.018, -0.0006
Si, 31.2664, 14.9758, 19.0138, -0.0067, 0.011, 0.0003
Si, -0.0248, 0.0284, 20.3792, -0.0022, -0.0129, -0.0007
Si, 2.7268, 2.7364, 20.3888, -0.0069, 0.0018, 0.0035
Si, -0.0223, 5.4443, 20.3793, 0.0036, 0.0142, -0.001
Si, 2.7142, 8.1694, 20.3536, 0.0039, 0, -0.0076
Si, -0.0083, 10.8909, 20.3507, 0.0062, -0.0006, 0.0023
Si, 2.7154, 13.6286, 20.3734, -0.0127, -0.0047, 0.0016
Si, 5.4673, 0.0265, 20.4224, -0.0012, 0.0003, 0.0155
Si, 8.179, 2.7285, 20.3969, -0.0107, -0.004, -0.0004
Si, 5.4249, 5.4637, 20.3678, -0.0063, -0.0164, 0.0049
Si, 8.1775, 8.1716, 20.4023, 0.0089, 0.0049, 0.0015
Si, 5.4399, 10.9021, 20.3921, -0.0088, -0.0103, 0.0057
Si, 8.19, 13.6216, 20.4054, -0.0052, 0.0098, 0.0008
Si, 10.9041, -0.005, 20.3963, -0.0074, 0.0017, -0.0019
Si, 13.6056, 2.7292, 20.3998, 0.0013, -0.0164, 0.0015
Si, 10.8973, 5.4426, 20.4148, -0.0115, -0.0013, 0.0092
Si, 13.6403, 8.1752, 20.4263, 0.0352, 0.0296, 0.0165
Si, 10.8835, 10.9101, 20.4033, 0.0024, -0.0025, 0.0051
Si, 13.6159, 13.6024, 20.4205, 0.0195, -0.0036, 0.0087
Si, 16.3321, 0.0012, 20.4129, -0.0092, 0.0026, -0.0005
Si, 19.0541, 2.727, 20.4271, -0.0066, -0.009, 0.0007
Si, 16.3743, 5.4152, 20.3769, -0.0187, -0.0081, -0.0099
Si, 19.0478, 8.1345, 20.4326, 0.005, -0.0134, 0.0147
Si, 16.3368, 10.8285, 20.4192, -0.0201, -0.0054, 0.0061
Si, 19.054, 13.5716, 20.3935, -0.0089, -0.0013, 0.0023
Si, 21.7741, 0.0129, 20.4062, 0.0282, 0.0256, 0.003
Si, 24.446, 2.6799, 20.4216, -0.0084, -0.0109, 0.0113
Si, 21.7501, 5.4082, 20.4284, 0.0041, 0.0023, 0.0012
Si, 24.4652, 8.1058, 20.383, -0.0078, 0.0052, 0.0036
Si, 21.7557, 10.8491, 20.3761, 0.0102, -0.0018, 0.0034
Si, 24.4597, 13.5905, 20.3876, -0.0071, 0.0034, 0.0105
Si, 27.1444, 0.0129, 20.3576, 0.0156, -0.0024, -0.0089
Si, 29.9069, 2.7175, 20.4025, -0.0027, 0.0082, 0.0071
Si, 27.1966, 5.383, 20.3799, -0.0078, 0.0062, -0.0017
Si, 29.8978, 8.1439, 20.3427, -0.0006, -0.0038, -0.0052
Si, 27.1936, 10.857, 20.3583, 0.0079, 0.0121, -0.0032
Si, 29.8888, 13.6016, 20.3334, -0.01, 0.0036, -0.0074
O, -0.1002, -1.6835, 30.2487, -0.2572, 0.058, 0.0811
O, -0.8462, 1.0455, 37.4628, -0.2862, -0.0907, -0.3933
O, 11.7032, 6.8039, 30.2763, -0.1598, 0.3203, 0.0006
O, 0.8521, 14.0987, 27.9046, 0.2679, 0.0544, -0.0238
O, 7.6405, -0.0436, 27.7433, 0.343, 0.2795, -0.3048
O, 1.012, 3.611, 28.3344, 0.2963, -0.0492, 0.2349
O, 29.2318, 5.6852, 30.3855, 0.303, 0.5512, 0.1658
O, -1.007, 9.7862, 30.2144, -0.676, 0.333, -0.0655
O, 2.7139, 10.8732, 27.3235, 0.1993, -0.1891, 0.0953
O, 19.0426, 10.8952, 35.5156, -0.1247, 0.0785, -0.2076
O, 13.0549, -1.3143, 37.3357, 0.1579, -0.138, 0.1234
O, 4.9548, 9.7445, 32.7819, 0.0014, 0.2093, 0.4796
O, 15.1754, 12.9123, 29.7397, 0.0073, 0.258, 0.1861
O, 5.5437, 2.8825, 27.612, -0.0109, -0.0817, 0.3698
O, 5.8168, 6.7363, 29.6604, -0.2721, -0.1688, -0.0479
O, -0.6815, 3.9946, 33.1569, -0.0051, 0.2967, 0.369
O, 7.4289, 0.6426, 30.318, -0.3805, -0.0259, -0.1405
O, 14.039, 0.326, 27.6011, -0.0816, -0.0704, 0.27
O, 15.5748, 1.4199, 37.3917, 0.3711, -0.1553, -0.1608
O, 11.0102, 2.8406, 27.592, -0.1584, -0.035, 0.1173
O, 16.4971, 9.0837, 32.1819, 0.1157, -0.3043, -0.089
O, 16.3798, 8.1748, 27.6516, -0.0175, 0.2187, 0.3484
O, 10.2542, 10.3646, 30.4869, -0.074, 0.4416, -0.3044
O, 12.716, 14.2326, 31.3956, 0.5842, -0.2824, 0.3983
O, 19.0306, 9.5344, 32.8015, 0.2255, -0.1225, 0.0944
O, 20.711, 1.9849, 28.3915, -0.1698, 0.0956, 0.2349
O, 16.0697, 2.3889, 27.6705, -0.0788, 0.05, 0.2831
O, 9.4721, 2.4035, 37.2762, 0.3141, 0.0157, -0.3526
O, 22.2769, 8.5331, 27.748, 0.2253, 0.0388, 0.1896
O, 27.104, 2.6004, 27.4323, -0.0501, 0.1029, 0.1621
O, 24.6327, -0.3369, 30.7195, -0.2207, 0.0434, 0.7833
O, -1.0818, 12.6209, 28.6286, -0.2713, 0.1125, 0.3265
O, 27.3867, 2.3749, 33.4254, 0.1674, -0.2906, -0.21
O, 29.487, 5.0136, 32.8247, 0.0382, 0.4452, 0.3079
O, 25.61, 0.9553, 28.7079, -0.1567, 0.0878, 0.05
O, 28.8503, 3.8933, 28.5707, -0.174, -0.524, 0.6576
O, 5.1708, 13.8013, 30.6399, -0.1253, -0.3792, 0.1269
O, 5.4716, 0.3029, 38.2172, 0.1879, -0.1427, -0.4283
O, 7.4282, -0.6412, 34.7988, -0.1012, -0.0165, -0.3723
O, 25.9877, 4.2342, 37.2463, 0.0537, 0.4268, 0.7045
O, 10.2806, 13.21, 30.9333, -0.0729, -0.2277, 0.0543
O, 17.0304, -1.5202, 28.6184, -0.2839, 0.3011, 0.3722
O, 7.1761, 3.6758, 37.2976, -0.1387, -0.1945, -0.3767
O, 8.1857, 10.8469, 27.5856, 0.2452, -0.1367, 0.14
O, 5.5671, 5.6166, 38.151, 0.1462, 0.102, -0.577
O, 23.7504, -1.3035, 28.4176, 0.116, 0.3954, 0.1145
O, 3.9553, 7.5834, 37.3793, 0.2448, -0.0698, -0.4306
O, -0.5792, 7.4404, 32.945, -0.2092, -0.4389, 0.4056
O, 14.5203, 4.8386, 30.7887, -0.3927, -0.0283, -0.0163
O, 15.4989, 12.9374, 37.0353, 0.1448, 0.2243, -0.2774
O, 8.4149, 8.2774, 38.2142, -0.0433, -0.0982, -0.4061
O, 20.9289, 6.0903, 34.4544, -0.2294, -0.1108, -0.0319
O, 11.0673, 0.3526, 38.0726, 0.1684, 0.0619, -0.5427
O, 16.7904, 14.0368, 31.9405, 0.2893, -0.1782, -0.2057
O, 9.1589, 8.28, 31.8611, 0.0901, -0.354, -0.1214
O, 24.5961, -2.5232, 38.2728, -0.0856, -0.1085, -0.2052
O, 24.5226, 3.3262, 35.3033, -0.1043, 0.2825, -0.0818
O, 1.4006, 1.676, 36.2651, -0.2495, 0.0173, -0.6241
O, 16.452, 6.4288, 37.4469, -0.0806, 0.246, -0.2069
O, 18.0308, -0.6966, 34.754, -0.1755, -0.2332, -0.0834
O, 19.833, 8.373, 35.2605, 0.3857, 0.2307, -0.1529
O, 2.8334, -2.5328, 38.2431, -0.1337, -0.0692, -0.6278
O, 29.3144, 14.2074, 31.0275, 0.2303, 0.0167, -0.3985
O, 2.7001, 5.5219, 34.1769, 0.0288, 0.1177, 0.2867
O, 16.5664, 6.5942, 30.5192, 0.0743, 0.28, -0.3743
O, 10.8187, 8.1424, 27.1964, 0.1216, -0.0149, 0.3544
O, 1.1662, -0.677, 37.4294, 0.1484, -0.2776, -0.2481
O, 22.6661, -1.0181, 37.3279, 0.145, -0.2589, -0.262
O, 21.7964, 0.1786, 32.7566, -0.4041, -0.0174, 0.1507
O, -2.1782, 12.2974, 37.794, -0.5327, -0.4165, -0.1126
O, 14.7043, 11.3402, 35.1579, 0.0684, -0.1819, 0.0685
O, 28.2573, -0.5946, 32.7919, -0.7366, -0.0122, 0.304
O, 7.9385, 12.5302, 29.9202, -0.1727, 0.0134, -0.4466
O, 8.0126, 6.1165, 30.8362, 0.2111, -0.1082, -0.253
O, 28.7152, 0.6959, 35.0019, -0.3056, -0.1879, 0.6386
O, 23.5571, 3.3851, 37.7006, -0.3124, -0.6121, -0.2569
O, 10.2452, 10.2774, 33.1607, 0.2445, -0.1853, 0.2036
O, 14.2004, 0.3049, 35.5179, -0.0003, -0.0367, -0.1305
O, 28.1794, 14.1202, 28.4389, -0.2622, -0.2142, 0.056
O, 22.9324, 10.0087, 37.2515, -0.4377, 0.3441, 0.018
O, 20.2293, -0.8523, 36.2351, 0.2505, -0.3857, -0.1153
O, 22.1265, -0.8749, 30.3863, -0.4573, -0.3989, 0.0315
O, 8.5323, 6.1572, 33.4116, 0.0711, 0.2996, 0.3427
O, 10.6267, -1.3572, 32.8253, -0.3245, 0.119, -0.2968
O, 24.3721, 10.6075, 27.5772, 0.1674, -0.2171, 0.2692
O, 20.0056, 11.6641, 28.3091, 0.1085, -0.4095, 0.3282
O, -1.08, 13.9116, 36.2515, 0.6058, -0.084, 0.0959
O, 25.3134, 13.6585, 32.7626, 0.5417, 0.151, 0.0884
O, 7.5952, 13.1959, 35.332, -0.0428, -0.0652, -0.5158
O, 29.1935, -1.7377, 37.3317, -0.0265, 0.2197, -0.3108
O, -0.8965, 7.7781, 28.4438, -0.1544, 0.228, 0.0112
O, 27.1123, 9.3348, 32.3368, 0.3427, 0.1981, 0.5982
O, 24.7247, 13.3288, 35.2995, -0.0199, 0.1819, 0.3332
O, 4.4868, 7.4228, 33.8825, 0.1495, -0.124, 0.2588
O, 17.8095, 12.499, 29.6117, 0.207, -0.001, 0.7118
O, 5.9631, 14.3969, 28.2246, 0.3414, -0.2969, 0.211
O, 18.2344, 9.1284, 37.2707, 0.148, -0.4149, -0.0396
O, 21.2246, 1.1233, 37.6668, 0.0986, 0.379, -0.0894
O, 4.61, 11.9867, 37.5264, 0.2324, -0.3428, -0.0627
O, 6.6346, 7.7149, 32.3906, -0.0952, -0.0645, -0.4969
O, 4.1353, 7.7737, 28.0811, -0.075, 0.2189, 0.0722
O, 28.7617, 12.3187, 32.8186, -0.3437, 0.0851, -0.046
O, 8.9895, -1.3515, 29.5633, 0.2145, -0.0546, -0.0251
O, 18.6392, 2.2838, 30.5662, 0.2802, 0.245, -0.1469
O, 2.0687, 13.1531, 32.3095, 0.2214, 0.0425, -0.2216
O, 9.9425, 12.7845, 28.3471, 0.6378, 0.1437, 0.0404
O, 6.421, 9.0683, 28.5012, -0.1239, 0.1147, 0.5252
O, 3.2028, 3.1973, 35.1866, 0.1861, -0.2471, 0.0931
O, 29.9078, -0.0974, 27.7752, 0.0094, 0.0308, 0.3007
O, 24.6457, 8.3465, 38.3166, -0.0139, -0.0609, -0.5054
O, 9.2804, 3.7388, 32.7067, -0.2896, -0.4266, -0.0154
O, 27.3235, 5.4348, 35.2695, 0.1418, -0.1999, -0.4821
O, -0.0051, 5.813, 38.2693, 0.1161, -0.0791, -0.304
O, 12.524, 0.3878, 30.532, -0.2028, 0.1331, -0.3642
O, 21.8214, 0.0952, 0.0458, 0.1826, -0.013, -0.0098
O, 11.7721, 4.4857, 32.6956, 0.4153, -0.3511, 0.1409
O, 2.6894, 5.5548, 27.6052, 0.2048, 0.0414, 0.4466
O, 21.9202, 1.8331, 30.6392, 0.3981, 0.176, 0.4731
O, 25.5963, 7.241, 34.4271, 0.1237, -0.338, -0.0564
O, 1.3269, 12.4583, 29.8619, 0.5073, -0.1003, -0.0516
O, -2.103, 7.8343, 38.2751, 0.1614, -0.0957, -0.2126
O, 4.1964, 12.5595, 28.516, 0.2339, -0.3213, 0.3525
O, 16.4942, 13.077, 34.4396, 0.184, 0.4231, 0.1523
O, 27.3747, 0.0379, 38.141, -0.2149, -0.2132, -0.6179
O, 29.2884, 12.7053, 35.4685, -0.2859, -0.1665, -0.1202
O, 0.681, 10.9831, 31.8539, 0.3634, -0.4365, 0.5154
O, 15.9488, 11.6553, 32.3481, -0.1564, 0.1372, 0.0143
O, -2.1077, 0.6914, 33.1118, 0.6467, 0.1564, 0.503
O, 16.1351, 5.0669, 35.2127, 0.2336, 0.0489, -0.3825
O, 10.9794, 11.1467, 38.3233, 0.0938, -0.0091, -0.627
O, 24.5745, 8.9504, 32.6088, -0.2383, 0.3283, 0.068
O, 12.2682, 7.0242, 32.8989, 0.0876, 0.246, 0.1992
O, 16.3551, 12.7328, 27.4528, 0.4856, -0.0983, -0.2806
O, 8.2549, 10.6814, 35.7205, 0.5801, -0.3148, -0.1123
O, -1.7421, 12.0549, 31.3491, 0.3354, 0.1343, -0.1223
O, 19.3474, 2.7745, 38.3824, -0.1416, 0.1286, -0.3529
O, 1.8046, 4.0559, 37.2964, 0.2284, 0.336, -0.5473
O, 0.3023, 3.1746, 30.7581, 0.2899, -0.4636, 0.0395
O, 9.143, 12.6868, 37.3188, -0.2843, 0.3026, -0.0994
O, 4.7149, 13.6463, 33.1658, -0.2224, -0.4691, -0.33
O, 12.7501, 11.5564, 30.2086, -0.3692, 0.4871, 0.4445
O, 14.6665, 8.2599, 37.7826, 0.1789, 0.6856, 0.0851
O, 20.6943, 12.8557, 34.7979, 0.001, 0.4001, -0.2767
O, 4.5351, 8.9751, 30.3304, -0.2944, -0.3701, -0.0601
O, 27.9519, 7.999, 35.2583, 0.0827, 0.0636, -0.1633
O, 25.737, 9.1693, 30.1329, -0.5995, -0.032, -0.2076
O, 12.2671, 9.1263, 31.2996, 0.088, 0.1793, 0.5234
O, 11.2194, 5.7256, 34.9849, -0.6507, 0.0905, -0.2594
O, 5.8695, 2.0288, 31.9443, -0.4684, -0.0349, -0.1147
O, 8.0356, 0.974, 32.8703, 0.3422, 0.0549, 0.0337
O, 20.5829, 12.1002, 37.3101, 0.4597, -0.3166, -0.1804
O, 22.0696, 5.3928, 38.4077, 0.0144, -0.0382, -0.4309
O, 11.7199, 12.4915, 32.9533, 0.4522, 0.044, 0.0867
O, 29.7684, 10.9407, 27.5609, 0.208, -0.2003, 0.4291
O, -0.1781, -0.1328, 35.2431, 0.0252, 0.3764, -0.561
O, 29.5556, 8.1515, 32.4709, 0.0062, -0.3904, -0.3349
O, 15.4082, 3.7695, 33.061, 0.6087, -0.3079, 0.0027
O, 13.6602, 2.4444, 31.6598, 0.1274, -0.0595, 0.1794
O, 12.145, 4.9724, 28.4522, 0.5415, 0.3154, 0.1911
O, 13.9949, 8.7913, 35.2659, 0.114, -0.3246, -0.2265
O, 8.0612, 10.6905, 31.8694, -0.1581, -0.0418, 0.2337
O, 28.5071, 4.8863, 37.5978, 0.3336, 0.731, -0.0056
O, 26.3111, 6.9689, 37.0349, -0.1592, 0.0239, -0.3292
O, 26.0639, 1.8438, 31.19, 0.0195, 0.061, -0.278
O, 9.536, 1.1754, 28.8095, 0.1065, 0.098, 0.5688
O, 17.2924, 0.0182, 30.8297, 0.0342, -0.2693, -0.597
O, 18.9922, 0.0355, 27.7518, -0.1246, -0.1224, 0.1589
O, 2.3219, 7.8164, 35.3549, -0.6667, 0.0485, 0.0694
O, 7.1726, 4.7367, 28.6176, 0.5023, -0.0257, -0.0716
O, 5.8115, 11.2245, 30.7835, -0.0283, 0.0339, -0.4728
O, 29.5458, 0.4545, 30.6905, -0.0659, 0.0838, -0.6693
O, 30.2764, 2.7713, 31.656, -0.0001, 0.0927, -0.3571
O, 18.4932, 6.1171, 35.6537, -0.2812, 0.1371, -0.5232
O, 13.7389, 2.9354, 38.3116, 0.16, -0.1318, -0.4481
O, 28.8494, 10.3331, 34.5498, -0.0597, -0.1185, -0.4638
O, 12.9024, -1.5429, 28.8544, -0.1064, -0.6785, 0.2297
O, 2.6939, -1.5683, 34.3281, 0.057, 0.2989, 0.4533
O, 1.8147, 3.3823, 32.9141, 0.0313, -0.5705, -0.127
O, 3.469, 12.4586, 35.1989, -0.7449, -0.1828, 0.0232
O, 25.1758, 3.7388, 32.8026, 0.0318, 0.6489, -0.1795
O, 18.2802, 1.1731, 32.9538, 0.451, 0.4729, 0.4033
O, 10.2021, 6.5741, 37.2943, -0.3484, -0.1158, -0.5194
O, 14.1577, -2.3237, 35.1343, -0.3205, -0.0743, -0.6707
O, -1.3009, 4.4885, 29.2367, 0.14, 0.4153, 0.0987
O, 24.5458, 5.3757, 27.7756, 0.1188, 0.0619, 0.3287
O, -2.1221, 8.4236, 34.9174, 0.4307, -0.4024, 0.4227
O, -0.5459, 0.7647, 31.1056, -0.009, 0.1396, -0.3106
O, 29.1255, 9.5358, 37.0424, -0.1475, 0.356, -0.2563
O, 14.9895, 10.3087, 30.4, -0.0377, -0.4968, -0.1871
O, 1.0817, 9.3979, 28.5646, 0.3265, 0.2369, 0.5963
O, -1.3594, 9.9656, 32.898, -0.2675, 0.4955, 0.2614
O, 30.1289, 2.9023, 38.2638, 0.039, -0.0243, -0.3276
O, 17.8213, 4.5868, 31.5386, 0.0848, -0.18, 0.4837
O, 17.8297, -0.761, 37.3939, -0.4371, 0.1868, -0.2756
O, 1.652, 0.3591, 29.8683, -0.1095, 0.5035, 0.1501
O, 12.1651, 0.7888, 33.1421, 0.5869, -0.0329, 0.3575
O, 26.3171, 7.1734, 28.5392, 0.176, -0.0546, 0.2516
O, 16.6409, 10.9793, 38.2141, 0.051, -0.0177, -0.2975
O, 25.3017, 11.2931, 31.5944, -0.1819, -0.0006, 0.1484
O, 15.9899, -0.1247, 33.0856, -0.4643, -0.0567, 0.0864
O, 13.6836, 5.2466, 34.3275, 0.0702, 0.3454, 0.3868
O, 12.4372, 9.4298, 37.2364, -0.1817, 0.1635, -0.3388
O, 6.8454, 4.0838, 33.4329, -0.0242, -0.1309, 0.2216
O, 14.1423, 9.9542, 32.9629, -0.6165, -0.0586, -0.0699
O, 21.7425, 13.5116, 27.6199, 0.0523, 0.0394, 0.5119
O, 17.9889, 7.0638, 32.7212, -0.1195, -0.114, 0.3337
O, 27.5105, 6.6394, 32.172, -0.6686, -0.1738, 0.4037
O, 17.6097, 4.1743, 37.2095, -0.2887, -0.4404, -0.5804
O, 23.5038, 8.6163, 35.0646, -0.3662, -0.2644, 0.1552
O, 17.6282, 4.0478, 28.8942, 0.0373, 0.2695, 0.1242
O, 24.9146, 10.7191, 35.6432, 0.2165, -0.1821, -0.2261
O, 29.8111, 2.9927, 34.3379, 0.1584, 0.007, 0.5374
O, 26.4481, 12.1139, 28.3345, -0.1469, 0.1032, 0.2924
O, 3.6618, 2.1507, 37.5265, -0.0777, 0.2855, -0.2115
O, 9.7748, 6.2017, 28.4837, -0.2386, -0.2679, 0.5473
O, 11.8979, 4.553, 37.3151, -0.024, -0.2094, -0.2708
O, 2.2379, -0.0438, 27.3365, -0.0356, 0.6053, -0.5628
O, 14.517, 2.9615, 35.4222, -0.5115, 0.0672, 0.1706
O, 20.9682, 11.3643, 32.6722, 0.2981, -0.2388, -0.4325
O, 22.8688, 13.1049, 33.3951, 0.0273, -0.1145, -0.2845
O, 4.3382, 3.901, 32.9045, 0.0139, 0.1628, -0.2416
O, 29.8895, 6.1128, 27.8473, -0.6275, 0.1759, -0.2766
O, 20.5416, 6.7994, 37.0844, 0.1933, 0.2471, -0.0026
O, 26.5154, 13.4361, 30.5024, 0.2382, 0.5149, 0.0854
O, 7.749, 1.8248, 35.4187, -0.2874, -0.1667, -0.0929
O, 19.8858, 0.1186, 31.0627, -0.0675, -0.3071, 0.0035
O, 11.036, 2.3221, 31.396, -0.477, -0.2005, -0.1942
O, 7.0559, 13.1339, 32.2442, 0.3612, 0.1136, 0.4748
O, 23.2613, 6.783, 33.2838, 0.0325, 0.0908, -0.1648
O, 0.1481, 13.9898, 33.888, -0.3602, -0.5043, 0.0116
O, 0.649, 7.8294, 30.5962, 0.3118, -0.1113, -0.2058
O, 28.5452, 11.9892, 30.0847, 0.1796, -0.5366, -0.1754
O, 6.4521, 9.6416, 37.2858, -0.5995, 0.0342, -0.1934
O, 9.883, 0.4911, 34.5714, 0.2146, 0.3208, 0.486
O, 2.069, 7.6342, 32.7659, 0.178, 0.3925, -0.2047
O, 0.1277, 10.9491, 38.2606, -0.0868, 0.1535, -0.4181
O, 26.3379, 12.2657, 37.1889, 0.6566, -0.3026, -0.1153
O, 16.1005, 2.7946, 30.7327, -0.2866, -0.3724, -0.0264
O, 8.7501, 4.2058, 35.278, 0.1449, 0.3335, 0.3044
O, 23.6608, 1.7642, 33.4698, 0.135, -0.0333, -0.0041
O, 27.2108, -0.3745, 30.3534, 0.0816, -0.3596, -0.3096
O, 17.4073, 8.9167, 34.6892, -0.7305, -0.0386, 0.2154
O, 27.3745, 4.1087, 31.4498, -0.2883, 0.0676, -0.7112
O, 26.9065, 12.0737, 34.62, -0.3679, -0.0181, -0.5949
O, 22.6805, 4.2722, 33.5842, -0.1303, -0.2777, -0.0472
O, 28.1656, 8.2131, 30.2381, 0.3634, -0.2343, -0.2633
O, 5.7018, 11.1662, 35.3259, 0.0601, 0.4238, -0.7534
O, 3.533, -1.3014, 29.1782, -0.1491, -0.1609, 0.3651
O, 5.1904, -1.8537, 35.5551, -0.2975, 0.2821, 0.2669
O, 14.7189, 6.4164, 28.6694, -0.0729, -0.1121, 0.1908
O, 10.1048, 12.2729, 34.9262, 0.1149, 0.4981, 0.1066
O, 12.781, 6.8863, 36.6914, 0.2743, -0.1438, -0.1005
O, 17.9298, 10.0804, 28.5638, -0.1475, -0.0859, 0.4945
O, 30.2831, -1.4437, 34.3448, -0.0341, -0.2085, 0.0029
O, 20.6979, 4.1656, 29.9534, -0.5246, -0.1536, 0.1815
O, 27.7891, 2.9257, 35.9877, -0.2692, -0.3666, 0.2316
O, 21.29, 6.5811, 29.0744, 0.1968, -0.0477, 0.2588
O, 25.4884, 1.6723, 37.2587, 0.0764, -0.1171, -0.3239
O, 3.8905, 1.298, 28.6793, -0.0615, 0.4425, 0.5798
O, 6.0686, -0.6183, 32.1825, -0.1746, 0.1921, 0.5414
O, 22.4096, 10.9366, 34.8361, -0.0196, -0.0364, 0.2045
O, 3.55, 9.9638, 36.1796, -0.0156, 0.0192, -0.4403
O, 19.2223, 6.4284, 30.4701, 0.008, 0.2936, -0.1696
O, 0.843, 5.5474, 31.7328, 0.2782, 0.0019, -0.2426
O, 11.952, -0.9764, 35.0416, -0.064, -0.1322, 0.1259
O, -0.9971, 1.9182, 28.5943, -0.0892, 0.0707, 0.315
O, 1.6863, 8.9103, 37.6403, -0.0931, -0.4487, -0.357
O, 5.9904, 4.4427, 30.9432, -0.3718, -0.2132, -0.319
O, 14.1511, 7.3775, 31.0798, 0.3252, 0.2761, 0.3794
O, 18.4576, 12.1654, 32.8035, 0.3772, 0.4857, 0.1819
O, 6.5778, 8.8174, 34.7301, 0.474, -0.2767, 0.0955
O, 7.1361, -1.4644, 37.289, 0.328, -0.041, -0.2744
O, 1.3405, -0.6557, 32.2471, 0.3962, 0.4048, 0.2717
O, 10.3577, 4.595, 30.4328, -0.3285, -0.0389, -0.1732
O, 27.5839, 9.4196, 28.1073, -0.2773, 0.3169, -0.1112
O, 23.9214, 13.4227, 30.5439, -0.2718, -0.231, 0.1607
O, 22.8588, 3.4947, 28.6848, 0.0263, -0.1301, 0.3202
O, 14.2264, 11.2431, 28.0133, -0.278, -0.5046, -0.1587
O, 3.2262, 11.0815, 31.2168, 0.0365, 0.0983, -0.0182
O, 18.5848, 13.4249, 36.0975, -0.3105, -0.2288, -0.1808
O, 22.1882, 0.6363, 35.3235, -0.0034, 0.3823, -0.115
O, 12.1581, 9.5985, 28.7098, -0.0469, -0.2282, 0.1035
O, 21.4017, 5.8403, 31.7951, 0.1735, 0.1025, -0.0523
O, 16.5886, 1.4785, 35.022, 0.3546, 0.6321, 0.2863
O, 12.246, 10.6695, 34.712, -0.0494, 0.0368, 0.2336
O, 23.8955, -0.8364, 34.0125, 0.2019, 0.2838, -0.0063
O, 14.8499, -0.8237, 30.7206, 0.2799, -0.0664, 0.0078
O, 19.4176, 10.8127, 30.6601, 0.085, -0.5068, -0.0705

Results
total energy: -218734.547 eV
total energy less fixed offsets of O -438.35, Si -107.03 eV per atom: -15.827 eV
